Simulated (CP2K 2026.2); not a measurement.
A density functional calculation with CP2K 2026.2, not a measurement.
Periodic cell of 1182 atoms, Si850O332, from a study of silicon, its oxide and their interface. The atomic structure is a simulated model.
Doubt: the forces sum to 4.40 eV/angstrom along one axis rather than to zero, so they err by at least 0.0037 eV/angstrom per atom on average; the grid cutoff is modest.

Settings: functional PBE; method Gaussian and plane waves; basis set DZVP-MOLOPT-SR-GTH; pseudopotentials GTH-PBE; grid cutoff 400 Ry, relative cutoff 50 Ry; k points Gamma only; occupations fixed; spin none; net charge 0.

Cell vectors (angstrom)
a 16.4025 0 0
b 0 32.805 0
c 0 0 40.2591

Atoms: element, x, y, z (angstrom)
Si 0.0133 0.0423 -0.0459
Si 3.1703 2.5957 -0.0141
Si 0.2746 5.7599 -0.1058
Si 3.1691 8.4025 0.1574
Si -0.2841 11.1014 0.1004
Si 2.6668 13.4288 0.2177
Si 0.7687 15.8208 0.0532
Si 2.8833 18.924 0.0755
Si -0.3715 22.2575 0.1107
Si 2.9549 24.3437 -0.0087
Si -0.5124 27.6165 0.2636
Si 3.0701 29.785 -0.1552
Si 5.3915 0.2428 -0.0624
Si 8.6153 2.5478 0.187
Si 5.255 5.9729 0.0495
Si 8.224 8.1778 0.3769
Si 6.0622 10.3771 0.1422
Si 8.1106 13.8288 0.0001
Si 5.863 16.0814 -0.0303
Si 8.5825 18.787 0.1646
Si 5.214 22.1058 0.1543
Si 8.658 24.357 0.1517
Si 5.3143 27.5998 0.0032
Si 8.6654 29.7726 -0.2054
Si 11.5373 -0.668 0.0688
Si 14.2144 2.3561 -0.127
Si 10.2644 5.8946 -0.2272
Si 13.1608 8.4023 -0.2831
Si 10.8872 10.598 -0.1321
Si 13.9285 13.3662 0.0369
Si 10.8556 16.6774 -0.0243
Si 14.0633 18.9862 -0.0741
Si 10.5764 21.8253 -0.116
Si 13.5764 24.2111 0.4061
Si 10.8757 27.4594 0.052
Si 13.7078 29.9945 0.5854
Si 1.504 1.3896 1.2303
Si 4.2411 4.2031 1.3371
Si 1.5489 7.035 1.3712
Si 4.3852 9.599 1.6939
Si 1.3257 12.1185 1.5665
Si 4.2551 14.8491 1.3164
Si 1.716 17.4411 1.5383
Si 4.0773 20.487 1.4139
Si 1.3492 23.2658 1.3724
Si 4.139 25.9716 1.2931
Si 1.3908 28.6693 1.2646
Si 4.2288 31.3836 1.2173
Si 7.0379 1.2482 1.3629
Si 9.5552 4.2603 1.4014
Si 6.846 6.8033 1.5915
Si 9.6694 9.5231 1.5754
Si 7.0506 12.186 1.3691
Si 9.6905 15.0386 1.302
Si 6.9167 17.6448 1.4209
Si 9.6354 20.3919 1.5053
Si 6.8837 23.2602 1.3692
Si 9.7853 25.8761 1.5161
Si 6.9573 28.7464 1.2484
Si 9.7368 31.2713 1.3477
Si 12.4545 1.3073 1.1757
Si 15.2387 4.1492 1.1176
Si 12.1408 6.7829 1.1168
Si 14.8574 9.4752 1.2459
Si 12.2391 12.2053 1.235
Si 15.1992 14.9652 1.2666
Si 12.4494 17.817 1.295
Si 15.1141 20.4905 1.3987
Si 12.1767 22.8631 1.5924
Si 14.8842 25.8842 1.496
Si 12.2578 28.5906 1.6507
Si 15.251 31.4365 1.5149
Si 0.1361 2.8005 2.6131
Si 2.8284 -0.0381 2.6128
Si -0.0249 8.2194 2.6563
Si 2.8386 5.538 2.732
Si 0.0148 13.6038 2.8092
Si 2.8111 10.88 2.8798
Si 0.1618 19.0127 2.6885
Si 3.0069 16.1449 2.8992
Si 0.0087 24.6047 2.7754
Si 2.6886 21.8283 2.7591
Si 0.1746 30.0318 2.781
Si 2.7409 27.2912 2.6806
Si 5.6331 2.74 2.6755
Si 8.3425 -0.1211 2.7087
Si 5.6002 8.1601 3.0123
Si 8.1995 5.4194 2.8796
Si 5.5892 13.5183 2.7402
Si 8.3522 10.9404 2.863
Si 5.5096 19.08 2.7234
Si 8.3075 16.3172 2.7817
Si 5.5186 24.6402 2.7167
Si 8.1964 21.8043 2.7671
Si 5.6006 30.0892 2.6671
Si 8.248 27.2917 2.7102
Si 11.05 2.7488 2.5835
Si 13.7834 0.0339 2.7419
Si 11.0131 8.0846 2.7788
Si 13.6892 5.4238 2.4829
Si 11.0126 13.636 2.6655
Si 13.5904 10.8622 2.7066
Si 11.1044 19.1143 2.7991
Si 13.8006 16.3769 2.631
Si 11.0237 24.4628 2.9001
Si 13.7112 21.6959 2.8865
Si 10.9275 30.0015 2.9032
Si 13.643 27.2339 2.9197
Si 1.4562 4.1305 4.0582
Si 4.1862 1.3651 4.01
Si 1.3512 9.5164 4.127
Si 4.144 6.8005 4.245
Si 1.4489 14.9215 4.1815
Si 4.1776 12.27 4.1873
Si 1.4013 20.4188 4.1424
Si 4.2288 17.6987 4.163
Si 1.3965 25.9656 4.1245
Si 4.1248 23.2249 4.0685
Si 1.4989 31.4538 4.1
Si 4.1671 28.6962 4.0139
Si 6.8744 4.0331 4.2014
Si 9.6882 1.3487 4.0123
Si 6.9785 9.5845 4.2587
Si 9.606 6.7949 4.1734
Si 6.9163 14.938 4.1364
Si 9.6955 12.3388 4.1659
Si 6.8484 20.4362 4.1299
Si 9.6671 17.7337 4.1192
Si 6.874 25.9693 4.1155
Si 9.5509 23.162 4.1834
Si 6.9206 31.4138 4.1109
Si 9.5455 28.6241 4.198
Si 12.4061 4.082 3.9952
Si 15.167 1.4341 4.0582
Si 12.3302 9.4915 4.1526
Si 15.0283 6.786 3.9744
Si 12.3999 15.0083 4.0247
Si 14.9973 12.2305 4.1136
Si 12.3714 20.407 4.2844
Si 15.1381 17.7091 4.0766
Si 12.3268 25.86 4.2802
Si 15.0756 23.185 4.1468
Si 12.3813 31.4426 4.1216
Si 15.1028 28.6851 4.1249
Si -0.0225 0.0187 16.4215
Si 2.6853 2.7555 16.4261
Si -0.0363 5.4743 16.425
Si 2.6863 8.2103 16.4242
Si -0.0255 10.9355 16.4328
Si 2.7133 13.683 16.4338
Si -0.0214 16.4193 16.4239
Si 2.7243 19.164 16.4391
Si -0.0072 21.8872 16.444
Si 2.7342 24.6136 16.4348
Si -0.0077 27.3533 16.4207
Si 2.7284 30.0852 16.4122
Si 5.4493 0.0138 16.4212
Si 8.1838 2.7627 16.4238
Si 5.415 5.4944 16.4298
Si 8.1527 8.2365 16.4216
Si 5.4305 10.9541 16.4244
Si 8.1664 13.7032 16.43
Si 5.4469 16.4301 16.4461
Si 8.1672 19.1585 16.4407
Si 5.4645 21.8905 16.4362
Si 8.2031 24.621 16.4237
Si 5.4751 27.3406 16.4243
Si 8.203 30.0749 16.419
Si 10.9351 0.0164 16.4229
Si 13.6524 2.7548 16.4196
Si 10.9104 5.493 16.4266
Si 13.6417 8.2154 16.4294
Si 10.8966 10.9595 16.4263
Si 13.6325 13.6824 16.429
Si 10.8988 16.4282 16.4401
Si 13.6457 19.1623 16.4304
Si 10.9079 21.8884 16.4288
Si 13.6475 24.6176 16.4228
Si 10.935 27.3406 16.4229
Si 13.6674 30.0894 16.4282
Si 1.3025 1.4079 17.7994
Si 4.0119 4.1523 17.7938
Si 1.2998 6.8588 17.7947
Si 4.0355 9.5987 17.7802
Si 1.3398 12.3085 17.7896
Si 4.0643 15.0672 17.8022
Si 1.3312 17.8028 17.7845
Si 4.0894 20.538 17.8103
Si 1.3699 23.251 17.8123
Si 4.1074 25.9798 17.7965
Si 1.3602 28.7275 17.7791
Si 4.0779 31.4531 17.7875
Si 6.7997 1.4037 17.7771
Si 9.5284 4.1493 17.7953
Si 6.7518 6.9024 17.7842
Si 9.5029 9.6192 17.7867
Si 6.7788 12.3481 17.7842
Si 9.5044 15.0865 17.8109
Si 6.7903 17.8141 17.8261
Si 9.5183 20.5424 17.7998
Si 6.8369 23.2614 17.7944
Si 9.5648 25.9814 17.8019
Si 6.8499 28.6988 17.7922
Si 9.5581 31.4572 17.7793
Si 12.2929 1.3946 17.791
Si 14.9894 4.1294 17.8043
Si 12.2632 6.8673 17.799
Si 14.9935 9.5853 17.8046
Si 12.2473 12.3347 17.7971
Si 14.9937 15.0629 17.7779
Si 12.2508 17.8193 17.7942
Si 15.0012 20.5339 17.8036
Si 12.2558 23.2728 17.7939
Si 15.0156 25.989 17.7799
Si 12.3013 28.7116 17.7848
Si 15.0179 31.4695 17.8034
Si -0.0746 2.7654 19.195
Si 2.6704 0.0174 19.1264
Si -0.0651 8.2056 19.1832
Si 2.633 5.5097 19.1929
Si -0.0473 13.6772 19.1194
Si 2.6888 10.9462 19.1798
Si -0.0328 19.1616 19.1631
Si 2.6944 16.451 19.1501
Si -0.0174 24.6316 19.1419
Si 2.7402 21.8952 19.2039
Si -0.0189 30.082 19.1482
Si 2.7363 27.3658 19.1369
Si 5.3917 2.7733 19.1088
Si 8.1825 0.0358 19.1252
Si 5.3563 8.242 19.1747
Si 8.1359 5.552 19.1208
Si 5.4089 13.69 19.1766
Si 8.127 10.9911 19.1553
Si 5.4425 19.1981 19.2081
Si 8.1331 16.4439 19.2066
Si 5.4801 24.6156 19.1696
Si 8.1853 21.9196 19.1953
Si 5.4722 30.0767 19.1292
Si 8.2174 27.344 19.1865
Si 10.9184 2.7761 19.1361
Si 13.6646 0.0524 19.1798
Si 10.8791 8.2567 19.133
Si 13.6293 5.5057 19.1756
Si 10.8667 13.7084 19.157
Si 13.616 10.9638 19.1544
Si 10.8568 19.1689 19.166
Si 13.6271 16.4481 19.1305
Si 10.8901 24.6112 19.2039
Si 13.6098 21.9057 19.1506
Si 10.9344 30.0884 19.1325
Si 13.6473 27.3359 19.1644
Si 1.2396 4.1652 20.5721
Si 4.0285 1.3953 20.462
Si 1.3099 9.5667 20.534
Si 3.9577 6.9091 20.5777
Si 1.3161 15.05 20.4574
Si 4.0504 12.3176 20.5581
Si 1.341 20.5177 20.5442
Si 4.0171 17.8468 20.5386
Si 1.3586 26.0074 20.4886
Si 4.1421 23.2589 20.5685
Si 1.3148 31.4712 20.5176
Si 4.1202 28.7132 20.5033
Si 6.6931 4.2263 20.4293
Si 9.5364 1.4218 20.4818
Si 6.6996 9.6672 20.4989
Si 9.4884 6.9295 20.4903
Si 6.7328 15.0772 20.563
Si 9.4809 12.3641 20.5349
Si 6.8116 20.5891 20.5801
Si 9.4972 17.826 20.5761
Si 6.8548 25.9542 20.5496
Si 9.5246 23.2622 20.6224
Si 6.8267 31.4577 20.485
Si 9.598 28.7332 20.5333
Si 12.2612 4.1411 20.5328
Si 14.9758 1.4275 20.6218
Si 12.2244 9.6194 20.5166
Si 14.95 6.8771 20.584
Si 12.242 15.1001 20.4844
Si 14.9914 12.3304 20.5027
Si 12.1826 20.5836 20.5033
Si 14.9771 17.8053 20.5183
Si 12.2692 25.9834 20.5518
Si 14.9922 23.2754 20.4886
Si 12.2867 31.464 20.4907
Si 15.0341 28.6989 20.512
Si -0.057 -0.0099 21.9577
Si 2.6509 2.7503 21.8211
Si -0.128 5.5208 22.0209
Si 2.5957 8.2531 22.0296
Si -0.0832 10.9106 21.8575
Si 2.6231 13.6796 21.8541
Si -0.0195 16.4072 21.8288
Si 2.7057 19.2031 21.9836
Si -0.0614 21.9078 21.8302
Si 2.7563 24.678 21.841
Si -0.0058 27.3282 21.8886
Si 2.743 30.108 21.8224
Si 5.3746 -0.0132 21.7863
Si 8.1031 2.8793 21.6828
Si 5.335 5.5267 21.8944
Si 8.0911 8.3319 21.8043
Si 5.3786 10.9698 21.9961
Si 8.0782 13.6934 21.9368
Si 5.3145 16.4476 21.8995
Si 8.1673 19.251 21.9649
Si 5.5062 21.9445 22.0342
Si 8.1419 24.6031 22.0318
Si 5.5079 27.3548 21.8718
Si 8.2494 30.146 21.8665
Si 10.9291 0.0493 21.8353
Si 13.5918 2.8361 22.0215
Si 10.8599 5.5492 21.8168
Si 13.5354 8.2519 21.9276
Si 10.8914 11.0222 21.8767
Si 13.6536 13.7668 21.8128
Si 10.8587 16.4091 21.9003
Si 13.5189 19.1863 21.7979
Si 10.8951 21.9034 22.0191
Si 13.6221 24.5865 21.903
Si 10.9409 27.3676 21.9476
Si 13.644 30.0723 21.8395
Si 1.3902 1.3725 23.2574
Si 3.8986 4.1523 23.243
Si 1.1562 6.9258 23.4303
Si 3.9728 9.6373 23.4025
Si 1.294 12.253 23.2099
Si 3.8721 15.0942 23.2692
Si 1.2562 17.7819 23.2497
Si 4.08 20.621 23.3894
Si 1.3776 23.2729 23.1217
Si 4.1278 26.0069 23.2592
Si 1.3965 28.7451 23.1787
Si 4.0985 31.4108 23.2596
Si 6.7301 1.4941 22.9503
Si 9.37 4.2683 23.086
Si 6.7003 7.0087 23.1738
Si 9.396 9.7383 23.1904
Si 6.7114 12.3831 23.3829
Si 9.4831 15.0326 23.2715
Si 6.6762 17.8848 23.204
Si 9.5314 20.5692 23.473
Si 6.8271 23.2683 23.5578
Si 9.5298 26.0222 23.3264
Si 6.9192 28.728 23.1786
Si 9.6216 31.5126 23.2457
Si 12.1375 1.4405 23.2985
Si 14.8972 4.2341 23.4886
Si 12.1255 6.8917 23.2932
Si 14.92 9.6233 23.2784
Si 12.3071 12.4311 23.1904
Si 15.0327 15.0734 23.2198
Si 12.2115 17.8274 23.2134
Si 14.8251 20.6111 23.1178
Si 12.2735 23.2947 23.3886
Si 15.0151 25.9312 23.2452
Si 12.4007 28.7109 23.2983
Si 14.9006 31.4146 23.2998
Si 0.0453 2.7435 24.6214
Si 2.7668 -0.0214 24.695
Si -0.3519 8.2449 24.8307
Si 2.5776 5.5514 24.7351
Si -0.1182 13.5233 24.5479
Si 2.559 10.9812 24.7767
Si -0.2502 19.1914 24.3316
Si 2.4511 16.3882 24.7607
Si 0.0288 24.5415 24.4978
Si 2.6701 22.0629 24.6467
Si 0.0041 30.0315 24.547
Si 2.7907 27.4464 24.5501
Si 5.3657 2.7199 24.4114
Si 8.1455 0.2791 24.2896
Si 5.3989 8.2874 24.7189
Si 8.095 5.6846 24.4716
Si 5.178 13.7242 24.6537
Si 8.191 11.0991 24.7516
Si 5.3873 19.1873 24.7515
Si 7.9984 16.4504 24.4327
Si 5.3202 24.6782 24.8448
Si 8.2909 21.9606 25.0459
Si 5.5896 30.0452 24.5328
Si 8.1797 27.414 24.6791
Si 10.4851 2.7907 24.4564
Si 13.5074 0.0639 24.6899
Si 10.6835 8.3215 24.4911
Si 13.3299 5.6478 24.9252
Si 10.9561 13.7083 24.6137
Si 13.6484 11.1012 24.5971
Si 10.8412 19.0072 24.7686
Si 13.7626 16.6059 24.4843
Si 10.9687 24.7812 24.7088
Si 13.5864 21.8571 24.7575
Si 11.0278 30.0787 24.6578
Si 13.8267 27.3313 24.7078
Si 1.475 3.938 26.1291
Si 4.6056 0.9912 25.8875
Si 0.9627 9.732 26.0841
Si 4.3723 6.5024 25.97
Si 1.1132 14.7335 26.1135
Si 3.5441 12.7331 26.1239
Si 1.0115 20.6865 25.5214
Si 4.1594 17.5152 25.9854
Si 1.3976 25.9901 25.721
Si 3.534 23.7342 26.2392
Si 1.0915 31.5753 25.9328
Si 4.3344 28.6486 25.9689
Si 6.6243 4.2887 25.5662
Si 8.6763 2.0256 25.9208
Si 6.9394 9.5811 26.0611
Si 9.1005 7.3091 25.9842
Si 6.4093 15.3542 25.7789
Si 10.0182 12.0593 26.0691
Si 7.047 20.2139 26.178
Si 9.0693 17.7871 26.0141
Si 6.4663 26.3933 26.0242
Si 9.933 23.4645 26.3359
Si 6.8672 31.692 25.6255
Si 9.8825 28.4924 25.9486
Si 11.7332 4.0759 25.8972
Si 15.3371 1.093 25.8473
Si 12.0542 9.7916 25.6261
Si 14.1495 7.5562 26.3142
Si 12.4941 15.1436 25.6864
Si 15.2774 12.0604 26.2351
Si 12.4705 20.1166 26.0727
Si 14.9172 18.0985 26.0651
Si 12.22 26.2903 26.1025
Si 15.4194 22.9147 25.9162
Si 12.0438 31.6212 26.1496
Si 15.6246 28.2834 25.9886
Si 0.9796 3.0057 28.9692
Si -3.0736 6.9068 29.1378
Si 8.6843 7.357 35.3801
Si 6.7571 7.5147 33.368
Si 5.0017 10.8643 28.1068
Si -0.1703 18.3355 29.0135
Si 2.449 19.1287 27.7243
Si 0.9743 22.4624 30.5058
Si 3.627 21.8451 28.7589
Si -1.5159 28.6779 28.8978
Si 2.6154 30.0256 28.2626
Si 3.5427 2.6706 27.881
Si 8.0157 3.5667 33.1304
Si 6.6145 1.6621 31.2719
Si 10.5288 5.6219 28.2166
Si 3.755 5.3769 32.4263
Si 12.2039 15.6175 28.5817
Si 9.9813 13.5787 28.9142
Si 6.2952 20.5394 29.2916
Si 7.8909 21.7851 31.4646
Si 8.3642 25.4455 28.3547
Si 8.4874 29.5458 31.3983
Si 11.3047 -2.8623 32.7417
Si 13.4133 2.3859 27.7091
Si 9.1636 5.6783 30.9738
Si 11.7527 11.7677 33.7812
Si 10.1806 11.412 31.1584
Si 14.7841 14.4364 27.5811
Si 8.0669 15.7672 28.1379
Si 15.5158 20.2453 31.0994
Si 11.9067 22.0076 28.1601
Si 14.6773 23.3623 28.8464
Si 9.5316 28.3185 28.8752
Si 12.3373 28.4047 30.3692
Si -2.3273 1.8593 32.0585
Si 3.0081 8.417 28.0082
Si -4.6248 5.4797 32.3106
Si -4.2623 9.3088 31.0027
Si 7.5249 10.4942 32.7615
Si -2.1562 10.2949 32.7711
Si -0.6098 22.1549 37.4092
Si 5.5784 24.4368 36.4396
Si 1.0527 29.0572 30.5319
Si 6.5638 6.7041 30.5587
Si 3.8333 1.3904 35.4308
Si 5.3078 4.0887 29.9832
Si 6.8081 11.4083 35.6521
Si 7.3165 17.6154 30.2892
Si 10.5331 22.6669 30.8035
Si 6.9441 20.4784 33.9902
Si 8.3524 24.6413 31.2429
Si 7.4789 27.1986 32.9644
Si 9.1737 32.3989 27.478
Si 13.4738 4.2853 30.1974
Si 18.0878 3.539 31.7485
Si 13.4886 7.5097 33.8926
Si 21.1951 10.8859 31.3039
Si 11.0626 8.9859 34.0401
Si 16.2141 17.5065 31.8548
Si 11.7922 16.2407 32.8791
Si 18.4262 18.1655 33.8184
Si 13.0326 21.7493 32.3684
Si 13.5565 26.0854 29.0796
Si 13.2081 32.4355 28.8035
Si 16.7482 27.7989 33.2247
Si -0.5377 0.5434 30.0614
Si 2.2907 4.4937 37.9564
Si -1.4673 5.2954 35.6955
Si 2.3017 11.2258 36.0453
Si 9.7977 4.9115 37.0388
Si 1.6911 22.0397 35.7188
Si 5.1739 13.9802 34.4835
Si -2.2106 26.6933 34.3912
Si 3.7258 20.7521 34.0087
Si 1.066 30.8771 38.0547
Si 2.2779 23.2213 33.1254
Si 3.6413 1.0168 32.3463
Si 10.8688 3.5283 34.6116
Si 2.8496 12.2875 33.2541
Si 5.3358 4.2478 34.8386
Si 4.4387 16.7415 35.1457
Si 10.5593 17.4714 30.555
Si 2.4215 25.9296 34.5518
Si 7.6467 22.4639 36.0437
Si 8.7829 32.4367 30.5208
Si 5.1686 26.765 34.5624
Si 11.3169 -1.936 35.7235
Si 18.58 -1.0948 30.5889
Si 15.9468 3.1605 33.8124
Si 9.0831 11.9956 37.8779
Si 12.6209 15.1764 38.0056
Si 9.2707 18.8936 35.1427
Si 14.5151 15.0808 33.0863
Si 11.5168 19.0606 32.8154
Si 10.4734 23.7063 36.1321
Si 13.7214 29.1002 36.1624
Si 12.1007 25.4769 38.2504
Si 4.0269 8.036 30.7666
Si 1.0877 2.429 36.2378
Si 4.9584 6.0078 37.376
Si -1.4279 15.4784 36.1687
Si 3.7403 10.9535 38.6694
Si -0.2472 18.3307 36.0132
Si 4.944 18.0522 37.9716
Si 2.6406 24.5443 37.2988
Si 0.1672 29.6193 35.5771
Si 7.3367 26.2263 38.2079
Si 6.1759 0.2891 37.1089
Si 10.3717 1.1185 38.4183
Si 5.9997 8.5096 35.9477
Si 7.9361 2.5474 37.6496
Si 6.6646 16.2377 33.1751
Si 16.1522 12.5325 33.0873
Si 6.8724 20.4524 38.2821
Si 9.4085 15.9714 34.7987
Si 7.5016 27.9989 35.8287
Si 13.7797 19.9015 37.1172
Si 11.6672 32.7294 31.4336
Si 8.3158 30.7848 36.9547
Si 12.1874 1.1372 35.9798
Si 14.5311 2.589 37.0991
Si 15.1237 7.3501 38.022
Si 16.2344 12.7187 36.2203
Si 10.7118 13.6689 35.9645
Si 16.3978 10.1178 37.4506
Si 10.9249 20.7187 37.1045
Si 16.8132 18.2702 38.9658
Si 14.4983 24.8003 36.561
Si 12.7394 24.0875 34.347
Si 15.8701 28.36 37.9196
O 0.6401 -3.604 34.0623
O 0.6205 -0.5118 38.7496
O 1.5975 3.9496 36.5779
O 2.9599 3.2144 38.7173
O -0.5052 7.0303 39.4278
O 1.1593 5.0382 38.9776
O 3.0145 9.5605 39.1984
O -0.5108 4.6432 34.5211
O 0.3909 10.3951 39.0095
O 1.2825 9.9979 36.4274
O 1.6175 14.4896 39.7521
O 1.4701 12.625 36.3354
O 0.8555 16.6944 38.8951
O -0.4043 16.7122 35.929
O 3.7656 18.5794 38.9719
O 1.4062 19.3683 39.6788
O 0.1128 21.8538 38.8406
O -1.6027 23.3177 39.9814
O 2.2249 24.9006 38.8352
O 6.767 25.0198 37.3272
O -2.8161 25.6825 37.5887
O -3.0683 27.8968 35.1061
O 4.173 28.6314 39.5938
O 2.5255 30.4497 38.6673
O 4.2645 1.4062 39.9091
O 6.6359 1.8779 36.944
O 10.0989 1.9883 39.793
O 5.9178 -0.1481 38.6646
O 5.7664 5.6037 38.7525
O 4.1883 7.1918 39.9212
O 10.3989 5.1187 38.5452
O 9.1716 7.1399 39.695
O 5.337 10.8811 39.0033
O 3.194 12.3404 39.3556
O 8.6623 13.2674 38.8077
O 8.2045 16.1147 33.7151
O 5.5869 16.7646 38.7422
O 4.3907 17.5985 36.516
O 9.6558 17.722 39.6759
O 7.9596 19.7576 39.2564
O 4.0514 23.155 39.8373
O 5.8586 21.4552 39.0534
O 9.5358 23.0745 39.7382
O 8.3493 25.5091 39.2505
O 8.0703 27.2578 37.1723
O 6.0993 26.9572 38.9649
O 8.2609 30.4363 38.5615
O 9.8646 31.0177 36.4491
O 10.7894 -0.3838 38.8659
O 14.2836 -4.3675 37.538
O 10.9291 4.2765 36.0586
O 13.9234 2.8836 38.5809
O 8.9716 1.2752 37.6079
O 11.5035 1.6205 37.3822
O 15.8479 12.5689 34.6672
O 13.5911 7.637 38.5436
O 9.7751 10.9021 38.902
O 12.0287 9.5489 39.5077
O 15.0906 12.2881 39.7772
O 13.2157 13.9794 38.9334
O 6.9456 14.9062 39.7908
O 11.7045 16.1868 38.897
O 15.4475 18.1152 39.864
O 13.6093 19.3103 38.6304
O 10.8695 20.9087 38.7497
O 12.2617 19.9624 36.5561
O 12.4225 24.4982 39.5068
O 13.4337 23.8442 35.7922
O 9.7735 28.5688 39.754
O 11.5239 26.864 38.8934
O 14.6323 28.7078 40.2472
O 12.7178 30.9997 39.8982
O 2.9662 3.2435 26.4532
O -5.6298 4.3584 27.2236
O 4.5503 1.491 27.4733
O 2.2615 2.0347 28.6626
O 1.5716 8.8086 27.3381
O 8.8441 10.8584 31.9
O 5.5657 5.3616 26.3854
O 3.6767 7.0693 27.3642
O -0.7449 17.8428 27.5661
O 2.3389 13.7508 26.7386
O 4.4223 12.2349 27.4343
O 5.079 11.1031 29.7188
O 1.6279 19.3772 26.348
O 3.1867 20.5373 27.9329
O 5.3501 16.448 26.4349
O 3.5545 17.9624 27.4709
O 0.3448 27.0961 26.4924
O 2.3968 24.9409 26.6447
O 4.8754 21.2995 29.6883
O 4.0175 23.0214 27.6804
O 1.4843 30.678 27.2759
O -0.01 32.7257 26.4417
O 3.8105 29.4465 27.3334
O 5.3423 27.4901 26.5889
O 7.6189 2.1386 32.4638
O 7.6423 3.2445 26.4442
O 9.3408 3.3656 34.0537
O 10.5745 -0.6158 26.6644
O 8.0019 8.4103 26.5757
O 6.4282 10.3992 27.4327
O 8.1794 6.9368 30.535
O 9.6522 6.7265 27.4182
O 7.2571 14.7998 27.1006
O 8.9473 14.8141 29.1143
O 9.6984 12.8401 27.4923
O 9.7144 12.5538 30.1311
O 7.4519 21.5049 29.9242
O 6.3823 20.5757 27.6681
O 8.1497 19.0386 26.5847
O 9.1172 16.7662 27.3398
O 7.0968 25.8526 27.4412
O 11.416 22.917 26.8772
O 9.2007 24.2789 27.575
O 7.9511 31.4834 26.8724
O 5.5906 32.5155 26.2366
O 9.347 29.045 27.4267
O 8.4231 28.9347 29.8926
O 12.6927 2.7961 26.3254
O 9.7489 5.109 29.5608
O 14.8767 1.8906 27.2199
O 11.0666 10.8179 26.5365
O 10.9084 10.5465 34.4621
O 12.987 8.7526 26.5427
O 14.4009 7.2655 27.9506
O 11.8418 15.9044 27.0144
O 13.8278 14.2957 26.2334
O 16.3381 10.8658 26.723
O 15.0298 12.8012 27.7378
O 11.8509 20.4899 27.5766
O 13.6664 19.0646 26.497
O 17.8166 18.732 28.9089
O 15.3654 19.6409 29.5708
O 11.0799 27.4394 26.4222
O 12.8014 25.8994 27.6293
O 15.0743 23.7503 27.3154
O 16.4507 21.6917 26.4814
O 12.9496 31.4169 27.5491
O 12.3138 32.0456 30.1026
O 15.0825 29.0926 27.3366
O 13.4752 29.209 29.5181
O 4.2594 3.8217 28.7774
O -0.2581 2.2077 37.1737
O 0.6994 3.9577 27.6501
O -6.0453 6.2206 31.9627
O 7.4018 8.8663 32.7208
O 7.1358 9.1962 39.8342
O 4.2283 9.3887 31.6326
O 7.6702 11.0397 34.2945
O -3.4748 6.5869 32.6496
O 2.8744 8.175 29.6222
O -0.2104 17.2218 30.2337
O -1.0377 16.3803 32.6298
O -0.8787 18.9785 32.1304
O 2.1256 23.0688 36.8854
O 7.1609 20.6518 32.3818
O 2.3226 22.3437 29.6085
O 1.4291 23.4421 31.7467
O 1.2497 22.7293 34.3
O -1.5176 27.0387 28.9317
O -0.4029 29.3324 29.8727
O 3.0604 31.2432 29.2818
O -0.2226 34.8375 29.4633
O 4.5145 2.8732 35.1951
O 2.2414 4.8057 32.5905
O 6.7454 3.9668 34.07
O 5.2077 1.1831 31.9351
O 6.2748 2.814 30.1844
O 1.4287 3.9821 30.2011
O 8.3302 4.5724 31.8607
O 12.0049 6.2367 28.4787
O 7.8677 6.6081 34.1667
O 3.9724 9.6777 27.7142
O 7.7958 11.5711 36.946
O 11.4886 14.214 29.0425
O 3.7568 13.4859 33.8599
O 6.9955 16.582 29.0708
O 9.5204 21.6112 31.5443
O 6.5438 19.0341 29.9523
O 5.3258 20.479 34.252
O 3.4581 22.0591 33.0252
O 7.7386 24.9145 29.7626
O 7.55 23.3489 31.8879
O 7.4636 33.3721 30.4375
O 8.2183 31.1459 31.3576
O 13.3645 3.6703 28.6966
O 8.9074 1.2137 27.3394
O 15.1492 0.7416 31.528
O 12.6704 1.1343 28.43
O 12.0743 4.5779 30.987
O 12.6824 8.1041 30.0625
O 14.1372 5.7775 30.0458
O 12.2912 8.2035 34.7623
O 11.1911 12.0541 32.2746
O 5.5076 7.8255 30.0235
O 16.2973 15.0771 27.2732
O 13.8495 15.2904 28.6686
O 11.5915 16.9402 29.3705
O 16.948 21.0331 31.1905
O 14.3317 21.281 31.5139
O 12.0039 22.5595 31.4326
O 10.7212 22.25 29.2487
O 14.0539 24.6464 29.6314
O 13.4291 22.2874 28.7236
O 10.9495 28.6849 29.5815
O 9.3391 26.7108 28.6886
O 12.5695 33.9935 31.9844
O 12.3549 28.9491 31.9314
O -1.8954 2.3853 33.56
O 0.8836 -4.892 31.6822
O 2.6884 2.2518 31.867
O 0.224 3.2271 32.3534
O 3.3715 5.6413 37.5438
O 0.5413 2.2441 34.7131
O 4.428 5.2314 33.8943
O 5.6276 5.0905 36.1989
O 3.6021 11.8265 31.8859
O 5.9581 12.7805 35.2933
O 6.0637 14.6927 33.2755
O -2.9166 10.1754 31.3326
O 1.3263 17.5537 32.4721
O 2.9645 21.0447 35.4424
O 2.9677 16.9914 34.4586
O -1.7379 19.045 36.0092
O -0.3466 22.953 29.6616
O 1.0896 26.5394 33.8968
O 2.0623 28.8001 29.2488
O 3.5149 0.7978 33.9488
O 9.2894 -0.8095 29.0444
O 11.6711 -1.2948 32.5017
O 7.3149 -0.766 36.577
O 5.1239 7.6145 37.002
O 6.2117 6.5668 32.1698
O 5.6075 7.9664 34.4383
O 5.8082 10.1323 35.97
O 6.7694 16.954 31.6981
O 8.9706 17.7553 30.2724
O 10.2244 19.0748 33.8163
O 10.695 16.2824 31.6732
O 7.7752 21.7492 34.5901
O 6.0916 22.9602 36.0393
O 8.2536 25.9967 32.1593
O 9.9277 24.1786 31.0417
O 5.8954 26.8349 33.1113
O 7.4268 28.6604 32.2434
O 2.8874 24.6433 33.6393
O 12.4408 30.0221 36.5635
O 9.893 29.3852 32.1874
O 14.2012 3.1814 31.1196
O 16.6972 -4.5547 36.4915
O 22.6609 5.3703 29.6853
O 13.7836 1.3721 36.2749
O 14.1573 6.4773 34.9217
O 14.4372 8.7539 33.3598
O 11.3881 8.8944 32.426
O 10.9892 10.2496 30.3035
O 11.5292 13.1041 34.6627
O 10.2689 12.3955 36.8481
O 17.747 12.7519 32.8127
O 15.2531 13.7573 32.4688
O 12.9786 15.1861 32.527
O 12.4363 17.7348 33.1409
O 17.2243 18.6982 34.8223
O 14.3441 21.4261 37.281
O 13.3926 22.8655 33.486
O 12.3511 20.4306 33.0364
O 14.8062 32.4788 29.1632
O 12.6291 26.7907 30.2491
O 13.1659 25.5679 33.7526
O 15.1534 27.3918 33.2607
O 11.2163 29.9427 34.3662
O 17.2785 32.5877 30.1784
O 3.1273 -0.3345 31.6306
O 1.6005 -2.4348 31.3261
O -0.934 6.0829 37.0343
O 3.5915 6.8732 31.8125
O 4.5167 4.3897 31.3756
O -0.6571 14.1655 36.7733
O 2.7395 11.1554 34.4617
O 3.5621 11.1479 37.0565
O 0.3487 18.7949 37.4437
O 3.0017 19.4179 33.3978
O 6.1867 11.163 32.1082
O 4.7369 15.1713 35.5288
O -5.4001 24.8256 37.2086
O 4.2541 24.4785 37.3314
O 0.3069 21.4027 36.2704
O -0.0217 29.7755 38.5787
O 1.0053 30.8083 36.382
O 8.1767 27.3782 34.4525
O 4.8122 0.3158 36.1947
O 2.4249 1.472 36.2952
O 11.5873 2.0724 34.7695
O 11.895 -0.4095 35.5331
O 9.3805 6.3491 36.4133
O 7.6067 8.2628 36.2027
O 14.1748 3.9663 36.261
O 9.728 8.293 34.5887
O 5.9983 19.2472 37.6299
O 5.6481 17.1604 34.0932
O 10.9092 15.8535 34.1723
O 9.3363 17.3462 35.6898
O 9.348 14.5599 35.6297
O 2.1517 25.573 36.1273
O 5.3585 25.2278 35.0481
O 8.8273 23.6119 36.0888
O 7.7323 21.3725 37.2435
O 10.0918 33.165 31.2269
O 3.5846 27.08 34.451
O 7.7749 29.5742 36.0009
O 5.8763 27.7773 35.6409
O 8.5161 3.8895 36.938
O 7.6204 2.9836 39.1876
O 15.1784 1.0441 39.8034
O 11.6969 4.4574 33.5679
O 15.6066 8.7201 37.2874
O 11.7203 14.5834 36.8145
O 13.3159 11.2682 33.7281
O 15.5392 11.4431 36.9751
O 13.85 15.9571 37.2508
O 9.7326 19.8488 36.3796
O 11.0993 18.8834 31.2258
O 15.6704 11.0606 32.5417
O 14.365 15.0754 34.709
O 15.6229 23.7849 37.1681
O 7.7232 19.186 34.6338
O 10.9808 22.2208 36.5088
O 11.1115 24.0386 34.6341
O 14.9558 30.0074 35.5196
O 15.1202 25.8736 35.4873
O 16.2256 27.1418 38.9364
Si 0.0824 0.0152 5.4335
Si 2.8025 2.719 5.4218
Si 0.02 5.4649 5.4101
Si 2.7312 8.1823 5.5264
Si -0.0001 10.895 5.4915
Si 2.7965 13.5979 5.5623
Si 0.0715 16.3498 5.4811
Si 2.8004 19.0675 5.4934
Si 0.0422 21.8127 5.504
Si 2.7747 24.584 5.4728
Si 0.0458 27.3283 5.5079
Si 2.835 30.0575 5.4501
Si 5.5268 0.001 5.4363
Si 8.3018 2.663 5.4643
Si 5.5176 5.4165 5.5542
Si 8.2963 8.1708 5.5745
Si 5.5346 10.9157 5.5628
Si 8.2851 13.6358 5.5415
Si 5.5693 16.3303 5.5204
Si 8.2578 19.0872 5.4896
Si 5.4792 21.8439 5.4696
Si 8.2069 24.5805 5.5151
Si 5.4926 27.3443 5.4583
Si 8.2219 30.045 5.5276
Si 11.0033 0.0112 5.459
Si 13.749 2.7479 5.4295
Si 11.0177 5.4025 5.4442
Si 13.7284 8.1295 5.4634
Si 10.9971 10.9027 5.5144
Si 13.6898 13.6445 5.4787
Si 11.027 16.3477 5.4658
Si 13.7789 19.0318 5.5381
Si 10.9516 21.8186 5.5472
Si 13.7354 24.5196 5.5739
Si 10.9454 27.2853 5.552
Si 13.7361 30.0628 5.4791
Si 1.4292 1.3739 6.8137
Si 4.1238 4.0567 6.8661
Si 1.3565 6.8022 6.8515
Si 4.1217 9.5454 6.8855
Si 1.3785 12.2482 6.8795
Si 4.1567 15.0043 6.8876
Si 1.415 17.7259 6.8661
Si 4.1307 20.4737 6.8542
Si 1.4086 23.2107 6.8477
Si 4.1306 25.969 6.8343
Si 1.4346 28.7131 6.8307
Si 4.1655 31.4436 6.8256
Si 6.8919 1.3414 6.834
Si 9.6364 4.0609 6.833
Si 6.8847 6.8041 6.8931
Si 9.6398 9.5606 6.9115
Si 6.8967 12.2886 6.9111
Si 9.6413 15.0264 6.873
Si 6.8992 17.7326 6.8747
Si 9.5862 20.4562 6.8913
Si 6.8331 23.21 6.8593
Si 9.5707 25.9323 6.903
Si 6.8386 28.6923 6.8702
Si 9.6164 31.4442 6.8354
Si 12.3706 1.3838 6.8158
Si 15.0846 4.1072 6.8176
Si 12.3485 6.7869 6.836
Si 15.0532 9.5211 6.8554
Si 12.3414 12.2868 6.8713
Si 15.0733 15.0043 6.8471
Si 12.3589 17.7071 6.8747
Si 15.0888 20.4552 6.89
Si 12.3272 23.1811 6.9092
Si 15.0903 25.9503 6.8799
Si 12.343 28.6955 6.8486
Si 15.1059 31.4549 6.8177
Si 0.0425 2.7306 8.186
Si 2.7789 -0.0027 8.1927
Si 0.0115 8.1716 8.2346
Si 2.742 5.4389 8.2109
Si 0.0209 13.639 8.2307
Si 2.7503 10.9046 8.2509
Si 0.0532 19.0972 8.2439
Si 2.7727 16.3705 8.2397
Si 0.0503 24.579 8.2316
Si 2.7648 21.8455 8.223
Si 0.0531 30.078 8.1949
Si 2.7694 27.3343 8.2135
Si 5.5125 2.7013 8.2129
Si 8.2405 -0.0163 8.217
Si 5.4947 8.174 8.2388
Si 8.2597 5.4241 8.22
Si 5.5114 13.6502 8.262
Si 8.2497 10.914 8.2666
Si 5.5042 19.1087 8.2188
Si 8.2606 16.3804 8.246
Si 5.4792 24.5968 8.219
Si 8.2089 21.8457 8.2298
Si 5.4924 30.0769 8.2282
Si 8.2071 27.3276 8.2379
Si 10.9906 2.7122 8.213
Si 13.719 0.0033 8.1883
Si 10.9963 8.1618 8.2326
Si 13.7086 5.4408 8.2152
Si 10.9775 13.6486 8.248
Si 13.6983 10.9053 8.2282
Si 10.978 19.0917 8.2315
Si 13.7165 16.3573 8.246
Si 10.9578 24.5733 8.2496
Si 13.7071 21.8204 8.2507
Si 10.973 30.0719 8.2075
Si 13.7053 27.3273 8.2205
Si 1.3789 4.0878 9.5865
Si 4.1309 1.3551 9.5832
Si 1.3711 9.5443 9.6033
Si 4.1049 6.8115 9.5849
Si 1.3827 15.0159 9.5982
Si 4.1147 12.2889 9.6055
Si 1.3965 20.49 9.6012
Si 4.1252 17.7595 9.5955
Si 1.3992 25.9707 9.5868
Si 4.1135 23.2312 9.5892
Si 1.403 31.4477 9.571
Si 4.1196 28.7097 9.5891
Si 6.8638 4.0809 9.5837
Si 9.5999 1.3615 9.5807
Si 6.8516 9.5527 9.6056
Si 9.5999 6.8142 9.5916
Si 6.8694 15.0334 9.6113
Si 9.5974 12.2994 9.6195
Si 6.8435 20.4879 9.5982
Si 9.6011 17.7577 9.6137
Si 6.8389 25.9625 9.5969
Si 9.5749 23.215 9.601
Si 6.8632 31.4383 9.592
Si 9.5908 28.7096 9.5776
Si 12.3306 4.0907 9.5876
Si 15.0696 1.3734 9.5642
Si 12.3281 9.5523 9.6037
Si 15.0426 6.8181 9.5996
Si 12.3314 15.0175 9.6171
Si 15.0494 12.2836 9.6006
Si 12.3236 20.4707 9.6073
Si 15.0661 17.7471 9.6069
Si 12.3273 25.9661 9.5887
Si 15.0659 23.2213 9.594
Si 12.3391 31.4489 9.5657
Si 15.0739 28.7139 9.5681
Si 0.0233 0.0039 10.9374
Si 2.7519 2.7238 10.9463
Si 0.0071 5.4522 10.9565
Si 2.7401 8.1809 10.9599
Si 0.007 10.919 10.9687
Si 2.7435 13.6571 10.9703
Si 0.0198 16.3839 10.9759
Si 2.7551 19.1252 10.9675
Si 0.0229 21.8591 10.9656
Si 2.7514 24.6015 10.9609
Si 0.0233 27.3411 10.9474
Si 2.7503 30.0771 10.9539
Si 5.4889 -0.0047 10.961
Si 8.223 2.721 10.958
Si 5.4809 5.4503 10.9468
Si 8.2194 8.1826 10.9597
Si 5.478 10.9238 10.9683
Si 8.2207 13.6657 10.9788
Si 5.4859 16.3987 10.9667
Si 8.2164 19.1296 10.9642
Si 5.4754 21.864 10.9589
Si 8.2095 24.5959 10.9578
Si 5.478 27.3395 10.9599
Si 8.2249 30.0707 10.9558
Si 10.9607 -0.0047 10.9474
Si 13.6919 2.7235 10.9477
Si 10.9549 5.4516 10.9626
Si 13.6798 8.1866 10.9718
Si 10.955 10.9212 10.9724
Si 13.6866 13.6491 10.9798
Si 10.9586 16.3913 10.9785
Si 13.6916 19.1157 10.9736
Si 10.9498 21.8522 10.9607
Si 13.6932 24.5979 10.9534
Si 10.9537 27.3397 10.9457
Si 13.6965 30.0769 10.9368
Si 1.3735 1.3721 12.3163
Si 4.1019 4.0994 12.3204
Si 1.3589 6.8289 12.3232
Si 4.0918 9.5658 12.3238
Si 1.3614 12.3003 12.3328
Si 4.1008 15.0426 12.3293
Si 1.3742 17.7706 12.3359
Si 4.1034 20.5087 12.3318
Si 1.3755 23.2427 12.3295
Si 4.1083 25.9764 12.3278
Si 1.3782 28.7136 12.3221
Si 4.1095 31.4445 12.3277
Si 6.8419 1.3713 12.3323
Si 9.5691 4.1028 12.3302
Si 6.8295 6.8316 12.3215
Si 9.5647 9.5691 12.331
Si 6.8305 12.3097 12.3308
Si 9.5708 15.0452 12.3422
Si 6.8363 17.7785 12.3323
Si 9.5705 20.5046 12.3321
Si 6.8357 23.2379 12.3244
Si 9.5776 25.976 12.3115
Si 6.847 28.7106 12.3209
Si 9.5836 31.4456 12.3225
Si 12.3109 1.372 12.318
Si 15.0325 4.1009 12.3235
Si 12.2965 6.8353 12.3347
Si 15.0302 9.5665 12.3359
Si 12.3017 12.3004 12.3442
Si 15.0377 15.0328 12.3439
Si 12.3077 17.7706 12.3439
Si 15.0449 20.5038 12.3325
Si 12.3129 23.237 12.3172
Si 15.0507 25.9788 12.3183
Si 12.3186 28.716 12.3076
Si 15.0498 31.4507 12.3095
Si -0.0054 2.7346 13.6817
Si 2.7337 0.0099 13.6898
Si -0.0117 8.195 13.6921
Si 2.722 5.4652 13.6851
Si -0.0053 13.665 13.7079
Si 2.7231 10.9337 13.6948
Si 0.0031 19.1414 13.7028
Si 2.7344 16.4076 13.7048
Si 0.0038 24.6103 13.696
Si 2.7368 21.8782 13.6998
Si 0.0053 30.0841 13.684
Si 2.7386 27.3431 13.6941
Si 5.4613 2.7394 13.6977
Si 8.209 0.0043 13.6965
Si 5.4534 8.2021 13.6875
Si 8.1899 5.4723 13.6969
Si 5.46 13.6792 13.6977
Si 8.1913 10.9447 13.6933
Si 5.464 19.1441 13.6988
Si 8.1954 16.4165 13.7014
Si 5.4723 24.6082 13.6921
Si 8.1983 21.8747 13.6928
Si 5.4753 30.0744 13.6905
Si 8.2118 27.3413 13.6839
Si 10.9365 2.7369 13.6905
Si 13.6733 0.0046 13.6824
Si 10.9221 8.2042 13.7009
Si 13.6605 5.468 13.6927
Si 10.9274 13.6756 13.7037
Si 13.6612 10.9329 13.7071
Si 10.9307 19.1428 13.7032
Si 13.6643 16.404 13.709
Si 10.9397 24.6078 13.6783
Si 13.6723 21.8762 13.6951
Si 10.9483 30.0753 13.6853
Si 13.6773 27.349 13.6818
Si 1.3365 4.1157 15.0503
Si 4.0774 1.3876 15.0676
Si 1.3378 9.5763 15.054
Si 4.0646 6.8519 15.052
Si 1.3525 15.048 15.0662
Si 4.0766 12.3197 15.0565
Si 1.3594 20.5222 15.0684
Si 4.0882 17.7901 15.0711
Si 1.3671 25.9807 15.0644
Si 4.1009 23.2506 15.064
Si 1.3582 31.4579 15.0569
Si 4.1058 28.7115 15.0596
Si 6.8054 4.1252 15.0692
Si 9.5622 1.3854 15.0649
Si 6.8003 9.5932 15.0488
Si 9.5361 6.8572 15.0685
Si 6.8092 15.0659 15.0638
Si 9.5381 12.3284 15.0642
Si 6.8198 20.5209 15.0619
Si 9.5438 17.7949 15.0719
Si 6.8397 25.9799 15.0515
Si 9.5614 23.2536 15.0494
Si 6.8306 31.4477 15.0615
Si 9.5754 28.7108 15.0519
Si 12.2818 4.1185 15.061
Si 15.0212 1.3832 15.0521
Si 12.2743 9.5831 15.0697
Si 15.0102 6.845 15.0609
Si 12.2735 15.0564 15.0729
Si 15.0141 12.3105 15.0743
Si 12.2867 20.5263 15.0629
Si 15.0187 17.7893 15.0668
Si 12.2993 25.9834 15.0431
Si 15.0306 23.2498 15.0672
Si 12.303 31.4509 15.0552
Si 15.0348 28.7242 15.0533

Results
total energy: -236505.977 eV
total energy less fixed offsets of O -438.04, Si -107.15 eV per atom: 0.803 eV

Forces (eV/angstrom), in the order of the atoms: element, x, y, z
Si -0.0115 -0.077 -0.0176
Si 0.1191 -0.0764 -0.0312
Si 0.0464 -0.0698 0.3547
Si 0.2199 0.2295 0.3282
Si -0.0944 -0.0718 -0.1107
Si -0.166 -0.119 0.0395
Si -0.1646 -0.1984 -0.0937
Si -0.2169 0.132 -0.1059
Si 0.0862 -0.0345 -0.1344
Si -0.156 0.0831 -0.0218
Si -0.2704 -0.2167 -0.2794
Si -0.1217 -0.1255 -0.1112
Si 0.1061 0.0219 -0.2597
Si -0.0916 0.1987 0.1634
Si 0.1546 -0.264 -0.2475
Si -0.0811 0.0974 -0.1118
Si 0.1761 0.1367 0.1135
Si -0.0602 0.0466 0.0935
Si 0.1253 -0.0923 0.077
Si -0.112 -0.1267 0.1035
Si -0.0135 0.0964 -0.2001
Si -0.0699 -0.1416 -0.0009
Si -0.0528 -0.0494 0.0198
Si -0.0299 0.1756 0.0346
Si 0.4065 -0.2497 0.0961
Si -0.147 -0.0644 -0.1582
Si -0.1712 -0.1623 -0.0429
Si -0.0222 0.0557 0.5072
Si 0.0076 0.0573 0.2504
Si 0.1493 0.0674 -0.0247
Si -0.0772 0.1297 -0.0502
Si 0.0337 0.0607 -0.1284
Si 0.0344 -0.1772 0.2211
Si 0.1697 -0.0413 -0.1602
Si 0.0629 -0.1107 0.0625
Si 0.1512 -0.0736 -0.3965
Si 0.0422 0.0154 -0.1564
Si 0.0354 0.0691 -0.178
Si 0.1186 -0.0218 -0.2772
Si 0.0694 -0.0164 -0.3846
Si -0.0133 0.024 -0.2324
Si 0.0227 -0.0282 -0.1966
Si 0.0369 0.1288 -0.0134
Si 0.0007 -0.1957 -0.1236
Si 0.0803 -0.0478 -0.1061
Si 0.0037 -0.0344 -0.1967
Si 0.1484 0.1156 -0.0878
Si -0.0538 0.0584 -0.1362
Si -0.1514 0.0235 -0.1064
Si 0.154 -0.1063 -0.1794
Si -0.125 -0.0273 -0.2257
Si -0.032 0.0893 -0.3364
Si -0.0581 -0.1057 -0.3061
Si -0.1311 0.1044 -0.2304
Si 0.0745 0.0152 -0.3744
Si -0.1059 -0.037 -0.3343
Si 0.1598 -0.021 -0.1698
Si 0.0256 0.0768 -0.2252
Si 0.1727 -0.0532 -0.1715
Si -0.0253 -0.038 -0.1605
Si 0.2265 -0.1889 0.0338
Si 0.0446 0.0682 -0.1279
Si 0.0288 0.098 -0.2671
Si -0.0584 0.0446 -0.3566
Si -0.0154 -0.2298 -0.2981
Si 0.1702 0.0295 -0.2315
Si 0.0156 -0.0055 -0.1408
Si -0.0066 0.1052 0.017
Si -0.1369 0.017 -0.4961
Si 0.0117 0.0142 -0.1707
Si -0.255 -0.096 -0.22
Si 0.008 0.1785 -0.2379
Si -0.0034 -0.1134 0.0345
Si 0.0827 0.0466 0.0644
Si -0.1101 0.1209 -0.0293
Si 0.0445 0.0267 0.0237
Si -0.0623 0.0307 0.1626
Si -0.0039 0.0117 0.0547
Si 0.032 -0.0471 -0.1912
Si -0.0515 0.0295 0.0226
Si 0.0062 0.0385 0.1357
Si -0.0788 0.1295 0.0793
Si 0.0153 -0.0553 0.2289
Si -0.0473 0.0764 -0.0167
Si -0.034 0.0333 -0.0381
Si 0.0964 -0.0985 0.0807
Si -0.1109 0.0008 0.2426
Si -0.0693 -0.0313 0.1593
Si 0.0892 -0.0318 -0.1221
Si -0.0576 0.0485 0.1276
Si 0.0138 -0.0171 -0.0779
Si -0.0164 -0.0178 0.0574
Si -0.0456 -0.0382 0.0832
Si -0.0293 0.086 -0.0391
Si -0.0178 -0.0266 0.0063
Si 0.0546 0.0147 -0.1396
Si 0.0626 -0.0967 -0.0829
Si 0.0367 0.1885 0.0177
Si 0.0126 -0.1119 0.1099
Si -0.0387 0.0589 -0.1721
Si 0.0093 0.0599 0.0197
Si 0.0085 -0.0415 -0.0897
Si 0.1371 0.0054 0.0552
Si 0.0514 -0.1282 0.0259
Si -0.0229 0.0516 0.1198
Si 0.0941 -0.1376 0.1147
Si -0.1503 -0.121 0.242
Si 0.0499 0.0007 0.2988
Si -0.048 0.0255 0.0021
Si -0.0115 -0.0657 -0.1202
Si 0.0843 -0.0774 0.0243
Si 0.08 0.0193 -0.1199
Si -0.0317 -0.06 -0.0342
Si -0.063 0.0439 0.0086
Si 0.0219 0.0392 -0.0535
Si 0.0071 -0.0841 0.0529
Si -0.0254 0.0116 -0.004
Si 0.0223 -0.0221 -0.0609
Si -0.0245 -0.0628 -0.017
Si -0.0086 -0.0271 -0.0614
Si 0.0416 -0.0305 -0.0494
Si -0.0753 0.0982 -0.0743
Si -0.0399 -0.0304 -0.103
Si 0.0864 0.0239 -0.0737
Si 0.102 0.0205 -0.1278
Si -0.053 -0.1067 -0.0367
Si 0.0239 0.0514 0.0364
Si -0.0223 -0.0657 -0.0576
Si -0.0607 -0.0033 0.0363
Si -0.0234 0.0568 -0.037
Si 0.0301 -0.0554 -0.0068
Si 0.0579 0.1197 -0.0671
Si -0.0598 -0.0339 -0.0315
Si -0.148 -0.0646 -0.1005
Si 0.0706 0.0125 -0.0884
Si 0.049 0.017 -0.0047
Si 0.0152 0.0405 -0.0005
Si 0.0237 0.063 -0.0939
Si 0.0762 -0.0434 -0.0499
Si -0.0547 0.0656 -0.072
Si 0.1327 -0.0434 -0.0134
Si -0.0237 -0.0049 -0.0746
Si 0.0238 0.0265 -0.11
Si 0.0414 -0.0545 -0.0518
Si -0.0174 0.0169 0.0018
Si -0.033 0.0488 -0.0024
Si 0.0168 0.0042 0.0082
Si -0.0069 0.0347 0.0071
Si 0.0031 0.0003 0.0017
Si -0.0159 0.0001 0.002
Si 0.0042 0.0244 -0.0137
Si -0.0016 0.0011 -0.0005
Si 0.0032 -0.0077 -0.0059
Si 0.0015 0.0064 -0.0036
Si -0.0123 0.0081 -0.005
Si -0.0064 -0.0016 -0.0161
Si -0.0093 0.0181 -0.0057
Si -0.0034 -0.0184 -0.0094
Si -0.0029 0.0206 0.0095
Si -0.0337 0.0363 -0.0109
Si 0.0001 0.0032 0.0096
Si -0.0361 0.0127 -0.0082
Si -0.0028 -0.0118 -0.0007
Si -0.0071 0.0347 -0.005
Si -0.0025 -0.0038 -0.0002
Si -0.0228 0.0064 0.0001
Si 0.0136 -0.0027 -0.0004
Si 0.0102 0.0057 -0.0011
Si -0.0002 0.002 0.005
Si -0.0117 0.0061 0.0048
Si -0.0119 0.0084 -0.0049
Si -0.0088 -0.0014 0.0023
Si -0.0134 0.0279 -0.0092
Si -0.0049 0.0327 -0.008
Si -0.0273 0.0201 -0.0041
Si -0.0097 -0.002 -0.0064
Si 0.0105 0.0052 0.0069
Si -0.0111 0.023 -0.0094
Si 0.0097 -0.0009 0.0113
Si -0.0192 0.0002 0.0074
Si 0.0343 -0.0579 -0.0104
Si 0.0091 -0.0606 -0.0086
Si -0.007 -0.0304 -0.0152
Si -0.0022 -0.0275 -0.0073
Si 0.0011 0.0207 -0.0013
Si 0.0205 0.0152 0.0069
Si -0.0393 -0.0467 -0.0084
Si -0.0056 0.0019 0.0098
Si -0.0051 0.0044 0.0131
Si -0.0101 -0.0053 0.0132
Si 0.0188 0.0119 -0.0043
Si 0.0085 -0.0015 0.0148
Si 0.0309 0.0089 -0.0131
Si -0.0033 -0.0208 0.0023
Si 0.0548 -0.0262 -0.0087
Si 0.0055 -0.0314 0.007
Si 0.0386 0.0201 -0.0076
Si 0.0482 -0.0171 0.0036
Si 0.0265 0.0005 0.0093
Si -0.0158 -0.0662 -0.0062
Si 0.0097 0.0257 -0.0054
Si 0.0022 0.0045 0.0053
Si -0.0431 0.0177 -0.0017
Si -0.0059 -0.0159 -0.0206
Si -0.0139 0.0126 -0.0232
Si -0.0078 -0.024 -0.0146
Si 0.0066 0.0011 0.0093
Si 0.0029 0.0068 0.0118
Si -0.0153 -0.0393 0.0115
Si -0.0179 -0.0313 0.0009
Si 0.0516 0.0002 -0.0022
Si -0.0034 -0.0133 0.0103
Si 0.0211 -0.0205 0.0063
Si 0.0121 0.0036 -0.0068
Si -0.0009 0.0056 -0.0219
Si 0.0352 0.0268 -0.012
Si -0.0303 0.0564 0.0229
Si -0.0382 0.0879 -0.0296
Si 0.0035 0.0017 -0.0009
Si 0.0017 0.0468 0.0354
Si 0 0.0098 -0.0117
Si 0.0049 -0.0143 0.019
Si 0.0439 0.0029 0.0213
Si -0.0141 0.021 -0.0151
Si 0.0018 0.0127 -0.0101
Si -0.0076 -0.0251 0.0096
Si 0.0258 -0.0105 0.0077
Si -0.0165 0.0022 -0.0085
Si -0.0003 0.0119 -0.0134
Si -0.0448 0.0114 0.0344
Si -0.0063 0.0617 0.0264
Si -0.0675 0.032 -0.0184
Si 0.0151 -0.0198 0.0092
Si 0.0033 0.0195 -0.0084
Si -0.0309 -0.0231 0.0212
Si -0.019 0.0052 0.024
Si 0.0079 -0.0217 -0.0368
Si -0.0267 -0.0056 0.0014
Si 0.0372 -0.0323 -0.0091
Si 0.0037 -0.0212 0.0171
Si 0.024 -0.051 0.0298
Si -0.0184 -0.0164 0.0277
Si -0.0175 0.0197 -0.0257
Si -0.0197 -0.017 -0.0082
Si -0.0198 0.0436 -0.0005
Si -0.016 0.0148 -0.0093
Si -0.0177 0.0501 -0.0361
Si -0.0246 0.0271 0.0111
Si 0.0273 0.0518 0.0283
Si 0.0034 -0.0004 -0.0297
Si -0.0366 0.0122 0.012
Si 0.0161 0.009 0.0271
Si -0.0175 -0.0953 0.0324
Si -0.0112 -0.0444 -0.0394
Si 0.002 0.0266 0.008
Si 0.0028 -0.0832 0.043
Si -0.0133 -0.0055 0.0299
Si -0.0182 0.0623 0.0205
Si -0.0134 -0.0328 0.0011
Si 0.0504 -0.031 -0.0059
Si 0.018 -0.0251 -0.0007
Si 0.0047 0.0654 0.0479
Si 0.0291 -0.0114 0.0788
Si -0.0138 0.0506 0.0113
Si 0.0393 -0.063 -0.0628
Si 0.0106 0.0319 -0.0456
Si 0.0238 -0.0603 0.0188
Si 0.0025 0.0304 -0.0023
Si 0.0185 0.0255 0.0468
Si -0.002 -0.0095 0.04
Si 0.0558 -0.0075 0.0307
Si -0.0121 0.0666 0.0683
Si -0.0382 0.0461 0.0371
Si -0.0282 -0.0474 0.1032
Si 0.0057 0.0192 0.0108
Si 0.0707 0.0387 0.0347
Si 0.0202 0.0346 0.0639
Si 0.0199 -0.0532 0.1082
Si -0.0124 -0.0255 0.0247
Si -0.0104 0.0184 0.0759
Si -0.0031 -0.0315 0.0372
Si 0.0292 -0.0057 0.0107
Si 0.0374 -0.0799 0.0059
Si -0.0438 -0.0418 0.0219
Si -0.0262 -0.0439 0.0214
Si -0.036 0.0265 0.0095
Si 0.009 0.011 0.0115
Si -0.0241 0.0021 0.0287
Si -0.0193 0.0723 0.0807
Si 0.0057 0.0763 0.0823
Si -0.0366 -0.0082 -0.0379
Si -0.0591 0.0945 -0.0207
Si 0.0082 0.0446 0.0877
Si 0.0646 -0.0117 0.0969
Si -0.0037 0.0169 0.0425
Si -0.0737 0.0209 0.0769
Si 0.064 -0.0594 0.03
Si 0.0063 -0.0389 0.0001
Si -0.0048 0.0397 0.0581
Si 0.0077 -0.0694 0.0568
Si 0.0061 0.0968 0.0668
Si -0.0848 -0.0163 0.038
Si -0.0216 0.1045 0.1136
Si -0.0619 0.0068 0.0815
Si 0.0188 -0.0193 -0.0015
Si 0.0566 0.0079 -0.0667
Si -0.0469 0.0899 0.0935
Si -0.0623 -0.0464 0.0987
Si -0.0859 -0.0658 0.0435
Si 0.0946 0.0118 0.0226
Si -0.0031 -0.1265 0.0231
Si -0.0607 0.0094 -0.0314
Si 0.0307 -0.0669 0.017
Si -0.1262 0.015 0.0093
Si 0.0402 -0.0378 0.0638
Si 0.0363 -0.0209 0.0708
Si -0.0447 0.0328 0.0603
Si -0.1209 0.0265 0.0643
Si 0.0917 -0.1054 -0.033
Si -0.0317 0.1713 -0.0517
Si -0.0264 0.0147 0.0486
Si 0.0174 0.0666 0.063
Si -0.0034 0.0145 0.1235
Si 0.043 0.0593 0.0497
Si 0.1568 -0.0963 -0.0425
Si -0.1636 -0.1693 -0.0633
Si -0.002 0.0263 0.1331
Si 0.0248 -0.0221 0.0675
Si 0.0675 -0.0259 0.0236
Si -0.0867 0.1029 -0.0374
Si 0.2136 -0.0247 -0.0858
Si 0.0085 -0.1015 -0.0832
Si 0.0621 -0.0211 -0.1986
Si 0.038 0.0075 -0.0871
Si 0.0203 0.0889 -0.2039
Si -0.0016 0.11 -0.0574
Si -0.061 0.0119 -0.2384
Si 0.0383 -0.0229 -0.1667
Si -0.0376 0.124 -0.0765
Si -0.0915 0.0219 -0.1416
Si -0.0435 -0.0155 0.0843
Si 0.0455 0.0413 0.0299
Si -0.0838 0.162 -0.2497
Si -0.04 -0.1157 0.0508
Si 0.0313 0.0213 0.1541
Si 0.0225 0.0506 -0.1297
Si 0.032 -0.098 -0.0472
Si 0.1698 0.0827 0.1788
Si 0.0229 0.0333 0.0179
Si -0.0776 -0.0241 0.2077
Si 0.0231 -0.0567 -0.1541
Si 0.0018 0.0004 -0.0966
Si 0.0822 0.0319 -0.1494
Si 0.0216 -0.1291 0.0281
Si 0.0839 0.1904 0.0837
Si -0.314 -0.0191 -0.0446
Si 0.0178 -0.0226 -0.043
Si -0.0557 -0.0599 -0.1467
Si -0.0236 -0.116 0.0481
Si -0.1041 0.0256 0.0332
Si -0.0352 0.0706 0.1195
Si -0.0163 0.0813 0.3091
Si 0.0302 0.1732 0.1746
Si 0.0812 -0.1115 0.0255
Si -0.0772 0.0779 0.4487
Si -0.0923 0.0674 0.2598
Si 0.0067 -0.0172 0.3836
Si 0.033 -0.0946 0.3055
Si -0.1381 0.0081 0.1901
Si 0.0865 0.0993 0.3389
Si -0.0229 -0.0689 0.2521
Si 0.1132 0.1039 0.2457
Si -0.0843 -0.036 0.102
Si -0.3355 -0.0556 0.4715
Si 0.0701 -0.0812 0.199
Si 0.0892 0.2799 0.3401
Si -0.0684 0.0735 0.2117
Si 0.0559 -0.0823 0.159
Si 0.0445 -0.0809 0.1233
Si -0.0337 -0.097 0.2286
Si -0.03 0.1527 0.177
Si 0.152 0.0077 0.1199
Si -0.1164 0.1037 0.3421
Si -0.0691 -0.0729 0.189
Si -0.086 0.209 0.4882
Si 0.1685 -0.0772 0.1295
Si -0.1911 -0.0785 0.3074
Si -0.0443 0.0745 0.2725
Si 0.0069 -0.0099 0.1613
Si 0.1314 0.1844 0.5129
Si -0.1397 -0.0817 0.2771
Si 0.0763 0.0373 0.2231
Si 0.0799 -0.0581 0.1659
Si 0.1787 -0.1978 0.1646
Si -0.0471 0.0828 -0.0142
Si -0.0163 0.0104 0.2618
Si -0.3305 -0.1466 0.0207
Si -0.0913 -0.3213 -0.0549
Si 0.019 -0.1498 -0.2247
Si 0.4587 -0.1279 -0.0408
Si 0.101 -0.0408 -0.3923
Si -0.0191 0.0015 -0.2251
Si 0.0069 -0.0441 0.2448
Si 0.19 -0.1053 -0.0328
Si -0.0008 0.0061 0.4193
Si -0.2051 -0.0232 0.0424
Si -0.0174 -0.023 0.0709
Si -0.1149 0.0549 0.1022
Si -0.081 0.1128 0.3872
Si 0.3179 -0.2307 -0.3054
Si 0.1053 -0.0568 -0.0694
Si 0.0119 -0.135 -0.1928
Si 0.102 -0.2372 0.1074
Si 0.1467 0.0482 0.2793
Si -0.1495 -0.0251 0.3891
Si 0.1351 -0.1905 -0.0377
Si 0.0412 -0.0163 0.0354
Si -0.3807 0.1584 -0.605
Si 0.3204 0.1224 -0.1876
Si -0.1149 0.1449 0.1623
Si 0.1367 -0.0982 -0.4027
Si 0.13 -0.2474 0.1428
Si -0.0912 0.0188 0.1999
Si -0.1665 -0.2266 0.0523
Si -0.0772 0.1087 -0.028
Si -0.0561 -0.2453 -0.563
Si 0.0624 -0.1209 -0.1583
Si 0.2317 0.2097 -0.0185
Si 0.3356 -0.0391 0.1729
Si -0.0072 -0.0118 0.4287
Si 0.1773 -0.0088 0.0943
Si 0.0682 0.0362 -0.0255
Si -0.1581 0.0178 0.2926
Si 0.0977 0.1519 0.4182
Si -0.0431 -0.053 -0.0617
Si -0.096 0.1193 -0.0113
Si 0.0965 0.0701 0.1021
Si -0.4202 0.1377 0.2413
Si -0.052 0.01 0.1059
Si -0.0334 -0.0833 0.3231
Si -0.2042 0.0229 0.4419
Si -0.0169 -0.0787 0.3263
Si -0.0074 -0.0535 0.3201
Si 0.015 -0.0654 0.3834
Si 0.0663 0.0133 -0.0021
Si 0.0435 -0.0335 0.1811
Si -0.1564 -0.002 0.1337
Si 0.0271 0.024 0.0887
Si -0.3059 0.049 0.328
Si 0.1535 -0.0082 0.1877
Si 0.2233 -0.1522 0.4232
Si -0.0775 -0.1012 0.3208
Si -0.0478 0.0484 0.2094
Si 0.1413 0.147 0.1326
Si 0.1115 0.1098 -0.0331
Si 0.0559 -0.0219 0.1182
Si -0.0783 0.0783 0.3628
Si -0.0817 0.0065 -0.0283
Si 0.0643 -0.1185 0.1133
Si -0.1216 -0.1452 0.0193
Si 0.0726 0.1112 0.1248
Si -0.094 -0.0347 0.1916
Si 0.0499 0.0739 0.4784
Si 0.2353 -0.0475 0.3818
Si 0.0017 0.1586 0.3765
Si -0.0209 -0.0038 0.2863
Si -0.1486 -0.2299 0.1622
Si -0.126 -0.2065 0.1415
Si -0.0799 -0.0755 0.1684
Si -0.2316 0.1159 0.0795
Si -0.0009 -0.0254 0.0779
Si -0.1138 0.0355 0.0058
Si -0.098 -0.0121 -0.3629
Si -0.1745 -0.1181 -0.4105
Si 0.0666 -0.0333 0.283
Si 0.0897 0.0747 0.1423
Si 0.0922 0.119 -0.1177
Si 0.0461 -0.0338 0.3981
Si -0.0355 -0.0538 -0.3927
Si 0.1631 0.1167 0.1987
Si -0.0437 -0.0496 0.5775
Si -0.0022 0.1061 -0.1145
Si 0.0091 -0.0205 0.4788
Si 0.1405 -0.0665 -0.0853
Si -0.1295 0.1232 0.0733
Si 0.0379 -0.1187 0.3963
Si 0.0311 0.0073 0.2364
Si -0.0227 0.0685 -0.0459
Si 0.0414 -0.1668 0.412
Si -0.0656 0.005 0.0261
Si -0.0453 0.1312 0.0546
Si 0.0355 0.016 0.0168
Si -0.004 0.1361 0.0492
Si -0.0231 -0.1681 0.2186
Si 0.0061 0.2839 0.2223
Si 0.0792 -0.1097 0.2834
Si -0.0607 0.112 -0.1371
Si -0.0203 -0.1403 0.3005
Si 0.0644 -0.095 -0.2872
Si 0.0369 -0.1165 -0.3632
Si -0.2097 0.2309 -0.3199
Si -0.0461 0.0978 -0.2231
Si -0.0282 -0.1617 -0.3037
Si 0.1348 0.0199 0.0085
Si -0.0007 -0.0751 -0.2626
Si 0.0021 -0.011 -0.0457
Si -0.1442 -0.1404 -0.3401
Si -0.1274 -0.079 -0.0689
Si -0.0357 0.0628 0.1014
Si -0.0363 -0.1091 -0.2523
Si 0.0009 -0.1926 0.1635
Si -0.1411 -0.1515 -0.2457
Si -0.0013 -0.1632 -0.2169
Si -0.1174 0.0133 0.2373
Si -0.0258 0.0373 -0.192
Si 0.0804 0.1557 -0.4117
Si -0.0728 0.112 0.4398
Si -0.118 0.0832 0.0073
Si 0.1387 -0.0272 -0.2237
Si -0.0537 -0.0667 0.1588
Si -0.0238 -0.1255 0.0561
Si -0.0243 0.0492 -0.224
Si -0.0157 0.0402 -0.0302
Si 0.1525 -0.0407 -0.2504
Si 0.0113 0.1064 0.0204
Si 0.0433 0.1826 0.0557
Si -0.0694 -0.1515 -0.3993
Si -0.0407 0.1589 -0.3279
Si 0.0783 -0.0108 -0.3039
Si 0.225 -0.0599 0.2322
Si -0.0629 -0.154 -0.4177
Si 0.238 0.0466 -0.2623
Si 0.194 -0.0221 -0.2618
Si -0.0966 0.1614 -0.0168
Si -0.1526 -0.0347 -0.4508
Si -0.152 -0.1045 0.0292
Si -0.0229 -0.0433 -0.4971
Si -0.1692 -0.0243 -0.4277
Si -0.0533 0.031 -0.0884
Si -0.1587 0.1893 -0.3453
Si -0.1598 0.053 -0.2951
Si 0.088 -0.049 -0.1295
Si -0.2191 0.1214 -0.4632
Si 0.1091 0.0029 -0.0496
Si 0.0148 0.0709 0.1072
Si 0.0869 0.1709 -0.0107
Si -0.1251 0.1314 -0.1183
Si -0.0915 -0.0685 -0.3823
Si 0.2122 0.0829 -0.4236
Si 0.0435 0.0812 0.208
Si 0.0915 -0.1118 -0.4205
Si 0.099 -0.1969 -0.4238
Si 0.0416 -0.1924 -0.4685
Si 0.1131 -0.1855 -0.224
Si 0.149 0.2056 -0.0113
Si -0.2209 0.0528 -0.352
Si 0.0825 0.367 -0.3697
Si -0.0415 0.0413 -0.3236
Si 0.0142 -0.0253 -0.2951
Si 0.0006 -0.2172 -0.2985
Si -0.0795 0.0245 -0.1516
Si 0.0261 -0.2457 -0.5459
O 0.261 0.0697 -0.0384
O 0.0976 0.2073 0.3268
O 0.0813 0.1841 0.1812
O -0.1254 -0.2443 0.0788
O 0.18 0.1663 0.0636
O -0.2303 -0.0312 0.165
O -0.0125 -0.2367 -0.0839
O 0.1471 0.2355 0.2347
O 0.284 0.2027 0.3354
O 0.0582 -0.1221 0.3706
O 0.0563 0.4598 0.5169
O 0.1564 0.0013 0.2906
O -0.0961 0.1613 -0.0106
O -0.0001 0.027 0.3045
O 0.0138 0.1058 0.1719
O -0.1672 -0.1666 0.0983
O -0.0283 -0.1536 0.2029
O 0.0554 -0.1537 0.4146
O -0.0577 0.1418 0.5152
O 0.1901 -0.1014 0.2376
O 0.0928 0.0742 0.3361
O -0.0172 -0.1141 0.286
O 0.1568 -0.0619 0.5397
O 0.3083 -0.2012 0.3725
O -0.0145 -0.0932 0.4365
O 0.2006 0.2141 0.1962
O -0.461 -0.0674 0.0073
O -0.1809 -0.3015 0.6289
O -0.1029 -0.1918 0.4816
O -0.2043 0.0371 0.13
O 0.3022 -0.0385 0.2806
O 0.2851 -0.131 0.1054
O -0.0162 0.1833 0.0654
O 0.1491 -0.0864 -0.1599
O 0.1513 0.1509 0.1518
O 0.0169 -0.0707 -0.0374
O -0.098 -0.1697 0.2737
O 0.0464 0.3144 0.3271
O 0.2348 -0.0338 0.6077
O -0.0077 0.1596 0.1402
O -0.0957 -0.0229 0.4246
O -0.0398 0.057 -0.0422
O -0.1775 0.2296 0.3392
O 0.2911 -0.0444 0.1211
O 0.0373 -0.1695 0.3947
O -0.0706 0.1652 -0.111
O 0.1519 -0.2809 0.532
O -0.2306 -0.0902 0.2312
O 0.0026 -0.0415 -0.1334
O -0.0766 0.1396 0.1745
O -0.0228 -0.1146 0.0769
O 0.0354 -0.098 0.5677
O 0.0224 -0.1846 -0.0116
O -0.2212 0.3742 0.3242
O -0.3088 -0.2366 0.0271
O 0.0553 0.0036 -0.0983
O 0.014 -0.0322 0.3506
O 0.3598 -0.1987 0.1988
O 0.0413 0.0613 0.1072
O -0.1306 -0.1163 0.1336
O 0.0849 0.0954 0.1661
O 0.0882 -0.1251 0.1221
O -0.1796 -0.0285 -0.0963
O -0.095 -0.1264 0.3438
O 0.0727 0.2656 0.5541
O -0.012 -0.2049 -0.0651
O -0.1528 0.018 0.2339
O 0.1969 0.1218 0.1642
O -0.4518 -0.0428 0.1557
O -0.0008 0.1448 0.0916
O 0.1151 0.0165 0.2471
O -0.2727 0.2034 0.5384
O -0.1224 0.1322 -0.0988
O -0.1444 -0.1854 -0.2173
O -0.0728 0.0802 0.0603
O 0.2332 0.0662 -0.1069
O -0.1203 -0.1758 -0.0787
O 0.1466 -0.214 -0.0873
O -0.0692 -0.2348 -0.3206
O 0.0668 -0.154 -0.0489
O -0.0783 -0.1111 -0.3847
O 0.1584 0.0687 -0.1929
O 0.1366 -0.1936 -0.0962
O 0.1481 -0.0893 -0.3021
O 0.0696 -0.245 -0.1225
O 0.2292 -0.1816 -0.3976
O -0.2889 0.1369 -0.4292
O -0.2205 0.082 0.0965
O -0.3013 0.0597 -0.2593
O -0.0577 -0.1675 -0.3295
O -0.1735 0.2065 -0.1849
O 0.0937 0.4534 -0.4725
O -0.1659 -0.0586 -0.3645
O 0.0107 0.1585 -0.6956
O 0.0586 -0.1339 -0.262
O 0.1306 -0.3625 -0.3924
O 0.1043 -0.1904 0.1574
O -0.0964 0.0842 -0.5495
O 0.1316 -0.0453 -0.0165
O 0.1634 0.0724 0.1339
O 0.0462 0.019 -0.1828
O -0.1838 0.212 -0.2389
O 0.0922 0.0288 0.0773
O 0.2292 0.0043 0.0191
O -0.1064 -0.0538 -0.2697
O -0.1967 0.2391 0.0109
O -0.3019 -0.0312 -0.2068
O -0.184 0.0942 -0.0356
O 0.2022 -0.1113 -0.3883
O 0.2343 0.2034 -0.571
O -0.1428 0.0858 -0.2092
O -0.0688 0.0332 -0.1049
O -0.0119 -0.2112 -0.2249
O -0.1367 0.0557 -0.033
O -0.097 -0.2465 -0.0128
O 0.0629 -0.106 -0.1667
O -0.3168 0.2645 -0.1364
O 0.0827 -0.1541 -0.3855
O 0.0522 0.1058 -0.1153
O 0.2666 -0.1019 0.2014
O 0.2891 -0.2625 -0.1764
O 0.0217 0.0136 0.1751
O -0.0138 0.2222 -0.6875
O -0.0729 0.0563 0.0438
O 0.2262 -0.1219 -0.2607
O 0.2577 0.0381 -0.3791
O -0.0991 0.0676 -0.4274
O -0.0907 -0.07 0.071
O -0.1755 0.0027 -0.1117
O -0.2264 0.0072 0.0701
O 0.0465 0.0867 -0.1101
O -0.1166 0.0841 -0.0116
O 0.1465 -0.0564 -0.1156
O -0.0762 -0.0807 -0.1875
O -0.2908 0.2311 -0.1621
O -0.3077 0.0858 -0.3619
O 0.1569 0.1524 -0.2895
O 0.0022 0.0747 -0.5376
O -0.0559 -0.1661 -0.2398
O -0.0412 0.0461 -0.3894
O 0.1823 0.2559 -0.1966
O -0.0701 0.0302 -0.3653
O -0.0419 0.1992 -0.3791
O 0.0919 0.114 0.43
O 0.2255 -0.0573 -0.4179
O -0.142 0.198 0.0677
O -0.1914 -0.1772 -0.0694
O -0.0109 0.0117 0.5715
O -0.0124 -0.0413 0.0897
O 0.1694 0.1891 0.1617
O 0.1212 -0.0868 -0.2495
O -0.1294 0.1995 -0.1655
O -0.0948 -0.0667 -0.162
O -0.1117 0.1402 0.1157
O -0.1919 -0.0851 0.0532
O 0.1007 -0.1326 0.1313
O -0.1771 0.1388 -0.1513
O 0.2184 -0.0532 -0.3052
O -0.0754 0.2166 -0.1639
O -0.25 -0.1614 0.0715
O 0.0699 -0.0025 -0.2198
O -0.2031 0.2568 -0.0478
O -0.1171 0.0337 -0.1868
O -0.2308 0.334 -0.0607
O -0.0834 0.0258 0.3086
O -0.1119 0.0626 -0.0648
O -0.1212 -0.0631 -0.0728
O 0.0904 -0.0253 0.0024
O -0.0018 0.0121 -0.3569
O -0.1047 0.0782 -0.193
O 0.0713 0.212 -0.1004
O -0.1888 -0.0888 0.1006
O 0.0744 0.0707 -0.0154
O -0.0358 0.0845 -0.0829
O 0.0464 -0.1912 0.3223
O 0.0985 -0.2191 0.1059
O 0.0228 0.0567 0.1318
O -0.1872 -0.3387 -0.3041
O -0.0046 0.0572 0.0687
O -0.0181 0.0555 -0.0012
O -0.0137 0.0629 0.0769
O -0.0819 0.0633 0.1228
O -0.2265 0.1586 -0.4191
O -0.0654 0.2129 -0.031
O -0.0139 0.0511 -0.3212
O -0.153 0.107 0.0179
O 0.1091 0.1911 -0.166
O 0.2326 -0.0204 0.1786
O 0.2114 -0.0435 0.0477
O -0.1409 0.2251 -0.205
O -0.2477 0.1409 -0.2476
O 0.2512 -0.0701 -0.1219
O -0.0781 0.0915 -0.036
O 0.1565 -0.0501 0.2562
O 0.0347 0.0891 0.0355
O -0.1594 -0.0331 -0.2252
O 0.2859 0.2479 -0.2705
O 0.4816 -0.1383 -0.2369
O 0.0639 0.0011 -0.2083
O 0.1944 -0.0625 -0.0562
O 0.1372 0.04 -0.2672
O -0.1241 0.1202 -0.3488
O 0.1933 -0.2726 -0.3223
O -0.176 -0.0104 0.1189
O -0.0754 0.0158 0.0399
O -0.1256 0.2923 -0.2906
O 0.2177 -0.0783 -0.245
O -0.1483 0.0715 -0.1116
O 0.1465 -0.0141 -0.1512
O 0.1519 -0.0392 -0.1876
O 0.1533 -0.1446 -0.1283
O 0.0637 0.0415 -0.0071
O -0.028 -0.1485 -0.1077
O -0.3607 0.2353 -0.1504
O 0.1926 -0.1654 0.1154
O 0.0472 0.2807 -0.0422
O 0.287 0.0175 0.2479
O 0.0686 -0.132 -0.0703
O 0.1479 0.0753 0.0138
O 0.0714 -0.196 0.147
O -0.0158 -0.0137 -0.2068
O -0.1231 -0.1541 -0.1496
O -0.1251 0.1962 0.2828
O -0.1062 -0.323 0.0746
O 0.009 -0.0954 0.291
O -0.1207 0.1798 -0.3508
O -0.1326 -0.1081 0.0156
O -0.1432 -0.1173 -0.4126
O 0.0744 0.1104 0.1945
O 0.0081 -0.2527 -0.2289
O -0.122 -0.0772 -0.1162
O -0.033 0.077 0.1573
O -0.1506 0.07 0.3117
O 0.0893 -0.1494 -0.1641
O -0.1352 -0.1518 0.1052
O 0.0217 0.0502 -0.0443
O -0.0198 0.1407 0.0407
O 0.0544 0.0548 -0.1946
O 0.0081 0.1318 -0.0953
O -0.165 -0.0242 -0.1541
O 0.259 -0.0557 0.1703
O -0.2671 0.1137 0.0762
O 0.2211 -0.0023 -0.2495
O 0.0611 0.1414 0.0521
O 0.0226 -0.1842 0.1405
O -0.0349 -0.0036 -0.1692
O -0.0184 0.0634 -0.0181
O 0.1851 -0.1323 0.1333
O -0.0205 -0.2679 0.0232
O -0.0494 0.3389 -0.1288
O 0.0583 -0.1362 0.2983
O -0.1159 -0.0675 -0.3156
O 0.0042 0.2676 0.2663
O 0.1383 0.0514 0.2412
O 0.0463 0.1299 0.23
O 0.11 -0.1436 -0.1433
O 0.0891 -0.0229 0.1308
O 0.1262 0.2185 0.0549
O -0.1229 -0.3237 0.2706
O -0.1116 0.0791 -0.211
O 0.0236 0.092 -0.0994
O -0.0972 -0.2192 0.0871
O 0.1937 -0.1948 -0.0606
O -0.1328 0.093 0.0346
O 0.0596 -0.1136 0.1056
O -0.1145 0.1346 -0.1535
O 0.11 -0.0975 0.2439
O 0.0031 -0.0863 -0.2997
O 0.0553 -0.0238 -0.2885
O 0.0228 0.1746 -0.0624
O 0.1132 0.0184 0.0318
O 0.1772 -0.1984 0.2588
O 0.0459 -0.0307 -0.3246
O -0.1197 -0.0095 0.1322
O -0.029 -0.1103 -0.1041
O 0.1347 0.0601 0.1956
O 0.1299 0.3389 -0.1271
O 0.0433 -0.1366 -0.0749
O -0.0461 0.1228 0.2897
O -0.1401 -0.12 0.1127
O 0.0951 -0.0396 0.1962
O -0.1004 -0.0153 0.3835
O 0.1254 0.0716 -0.2475
O -0.2188 0.0591 0.0043
O 0.1798 0.0884 0.2364
O -0.0789 0.4445 0.2092
O 0.2185 0.004 0.2934
O 0.0852 0.0202 0.298
O 0.0554 0.0812 0.4166
O -0.0397 0.2927 0.2376
O 0.2105 0.1417 0.2689
O 0.1976 -0.0159 0.2297
O -0.0507 0.0336 0.0919
O -0.1462 -0.1258 0.2413
O -0.0579 0.1472 0.1758
O -0.0269 -0.0335 0.2293
O 0.1988 0.2642 0.159
O 0.0366 -0.1852 0.3101
O 0.0053 -0.0495 0.0122
O -0.0465 0.1652 -0.4026
O 0.024 -0.0394 0.1431
O 0.0698 -0.2675 0.1938
O 0.1267 -0.0205 0.2884
O 0.0966 -0.1236 0.009
O -0.2831 0.1958 0.1469
O -0.1333 -0.1209 0.0221
O 0.0478 0.0737 0.3046
O -0.1145 -0.1235 0.3965
O -0.0997 -0.1563 -0.044
O 0.1395 -0.1163 0.1529
O 0.1002 0.1748 0.1645
O 0.1074 0.1486 0.0198
O 0.0337 -0.1174 0.171
O 0.214 -0.1863 0.0816
O -0.144 0.4687 0.1173
O 0.2173 -0.064 -0.0478
O -0.2952 -0.2484 -0.0729
O 0.1586 0.2299 -0.0482
O 0.0186 -0.082 -0.0237
O -0.0805 -0.1246 0.0141
O -0.0102 0.2296 0.3659
O 0.1337 0.0847 0.1347
O -0.1684 -0.1683 -0.0623
O -0.0104 0.0765 0.1487
O -0.294 0.1261 0.1724
O 0.0978 0.0558 0.3483
O -0.2424 -0.0276 -0.0282
O 0.1807 -0.0004 0.3448
O -0.0468 -0.0863 -0.0466
O -0.0456 0.1856 0.2344
O 0.0017 -0.0319 0.1696
O 0.1987 0.2218 0.2547
Si 0.032 0.0204 -0.0422
Si 0.0459 0.0393 -0.116
Si -0.023 -0.0666 -0.1138
Si -0.093 -0.0816 0.0303
Si 0.0222 0.0681 -0.0573
Si -0.0177 0.0187 0.0491
Si 0.0414 -0.0021 0.0047
Si -0.0162 0.0035 -0.0477
Si -0.0167 -0.0482 -0.0196
Si -0.0301 -0.0024 -0.0578
Si 0.0239 -0.0084 -0.0314
Si 0.0149 0.0626 -0.0359
Si 0.0549 0.059 -0.0681
Si -0.0214 -0.0137 -0.0187
Si -0.0649 -0.0092 0.023
Si 0.0303 0.0636 0.0628
Si -0.0159 -0.0251 -0.0041
Si -0.0488 0.015 -0.0318
Si 0.0396 0.0863 0.0032
Si 0.0192 0.0339 -0.098
Si -0.0286 -0.0042 -0.0799
Si 0.0002 -0.0259 -0.0678
Si 0.0256 -0.0064 -0.0606
Si -0.0626 -0.0801 -0.0123
Si 0.0546 -0.0209 0.0082
Si 0.0656 0.0124 -0.0494
Si -0.0196 -0.0024 -0.0196
Si -0.0205 0.0529 -0.0583
Si -0.0093 -0.0076 -0.0314
Si 0.0119 -0.0364 -0.0494
Si 0.0017 0.0241 -0.0761
Si -0.0564 -0.0202 0.0055
Si 0.037 -0.0023 -0.0141
Si 0.0159 0.0834 0.0329
Si -0.0889 -0.0599 0.0082
Si -0.0047 0.0244 0.0189
Si -0.0149 -0.0341 0.0333
Si 0.0478 -0.0093 0.0354
Si 0.0591 0.0614 -0.0029
Si 0.0073 0.0197 -0.0432
Si 0.0483 -0.0248 -0.006
Si -0.0537 0.0105 -0.001
Si -0.0324 0.0115 -0.0309
Si 0.0213 0.0034 -0.0086
Si 0.0144 -0.0071 -0.0185
Si -0.0021 -0.0063 -0.0021
Si -0.0354 -0.0225 0.0082
Si 0.0039 -0.0648 0.0136
Si 0.0078 -0.0268 -0.0116
Si 0.0366 -0.0291 -0.0268
Si 0.0007 0.0087 -0.0079
Si -0.0352 -0.0313 0.0093
Si 0.0058 -0.0083 -0.0091
Si -0.0138 -0.0049 0.0016
Si 0.0474 -0.0974 0.018
Si -0.0099 0.0087 0.0046
Si 0.0018 0.0183 0.0018
Si 0.0364 0.0252 -0.003
Si -0.0044 0.0481 0.0292
Si 0.0059 -0.0003 -0.026
Si -0.0301 -0.0248 -0.0215
Si -0.0273 -0.0028 0.033
Si 0.0031 0.0009 0.0042
Si 0.0505 -0.0488 0.0047
Si 0.0266 -0.0135 0.0255
Si 0.0156 -0.0241 -0.0251
Si 0.0744 -0.0521 0.0181
Si 0.0148 0.0177 -0.0205
Si 0.0126 0.0127 -0.0026
Si 0.0108 -0.0447 0.0163
Si 0.0387 0.01 -0.0134
Si -0.0464 -0.0239 0.0037
Si 0.0047 0.0072 -0.0186
Si 0.0108 0.0243 -0.0167
Si -0.0042 0.0137 -0.0008
Si -0.0418 -0.0322 -0.0038
Si 0.012 0.0233 -0.0045
Si -0.031 -0.0114 0.0159
Si 0.0096 0.0263 0.0167
Si 0.0182 0.0086 0.0143
Si -0.0261 0.0272 0.0088
Si -0.0114 0.0021 0.0049
Si 0.0168 0.0176 -0.0076
Si 0.0058 0.0159 -0.0046
Si -0.0179 0.0197 0.0063
Si -0.0243 -0.0045 0.0146
Si -0.0245 -0.01 0.006
Si -0.0055 0.0386 0.011
Si 0.02 0.0162 -0.0039
Si -0.039 -0.0199 0.0008
Si -0.0105 0.0195 -0.0128
Si 0.0117 0.0643 -0.0041
Si -0.0023 -0.0143 -0.0012
Si 0.0164 0.0108 -0.0075
Si 0.0155 -0.0103 0.0148
Si -0.0097 -0.0251 0.0033
Si -0.0141 0.0249 0.0162
Si 0.0199 0.0079 -0.0064
Si 0.002 0.0483 -0.0022
Si 0.0082 0.0251 0.0003
Si -0.0334 -0.0268 -0.0118
Si -0.0073 0.0336 -0.0194
Si -0.0213 0.0125 -0.01
Si -0.0516 0.0052 0.009
Si -0.008 0.0061 0.0126
Si -0.043 -0.016 0.0231
Si 0.0138 0.0052 0.0002
Si -0.0055 -0.0015 0.0064
Si 0.0191 0.0037 0.0045
Si 0.0324 -0.029 -0.0025
Si 0.045 -0.025 0.0104
Si 0.0219 0.0158 0.0002
Si 0.004 -0.008 -0.0031
Si -0.0011 -0.0037 0.0022
Si -0.0025 -0.014 0.0026
Si -0.0153 -0.0055 0.0001
Si 0.0117 -0.0274 0.0111
Si -0.001 0.002 -0.0017
Si -0.0155 -0.021 0.005
Si -0.0074 0.0098 -0.001
Si 0.001 -0.0152 0.0013
Si 0.0029 -0.0136 -0.0071
Si 0.0121 0.0102 0.0087
Si -0.0001 -0.0138 -0.0045
Si -0.0074 -0.0212 -0.0029
Si -0.0002 0.0045 0.0061
Si 0.0124 -0.0018 0.0069
Si 0.0112 -0.0391 0.0102
Si 0.0148 0.0039 0.0075
Si 0.0238 -0.0041 0.004
Si 0.0208 -0.0271 0.0017
Si -0.0081 -0.0004 -0.0024
Si -0.0033 -0.0146 -0.002
Si -0.0065 -0.0147 -0.0041
Si 0.0116 -0.0311 -0.0008
Si -0.0056 0.0057 -0.0028
Si 0.0418 -0.0196 0.0042
Si 0.0254 -0.0292 -0.0042
Si 0.026 0.0055 0.0063
Si 0.001 -0.0097 -0.0102
Si -0.004 0.0037 0.0103
Si 0.0122 0.0035 -0.0028
Si -0.0114 -0.0153 0.0014
Si -0.012 -0.013 0.002
Si 0.0062 0.0101 -0.0041
Si -0.0125 0.0089 -0.0011
Si -0.003 0.0069 -0.0033
Si -0.0259 0.011 0.0007
Si -0.002 0.0191 -0.003
Si -0.0026 0.013 0.0022
Si -0.004 0.0119 0.0007
Si 0.0099 0.0293 0.0024
Si -0.0131 0.0029 0.0041
Si -0.0053 0.0156 0.0017
Si -0.005 0.003 -0.0035
Si -0.0029 -0.0069 0.0016
Si -0.0143 0.0068 0.0037
Si -0.0073 0.0168 -0.0001
Si -0.0073 0.0072 0.0027
Si -0.0272 0.0053 0.0042
Si -0.0133 -0.0003 0.0013
Si -0.0131 0.0062 -0.001
Si 0.0091 0.0152 0.0006
Si 0.0024 0.0177 -0.0043
Si 0.0031 0.0048 -0.0045
Si -0.0037 0.0054 0.0041
Si 0.0021 -0.0018 0.0014
Si -0.0065 0.0104 0.0075
Si -0.0078 0.0069 -0.0005
Si -0.0033 0.0202 -0.0055
Si -0.0001 0.0274 0.0007
Si 0.0059 0.0307 0.0065
Si -0.0177 0.0076 -0.0009
Si -0.0353 0.0027 -0.0028
Si -0.0152 0.0224 -0.0046
Si -0.0231 0.0025 0.0059
Si -0.0205 -0.0033 0.0094
Si -0.0144 0.0045 0.0054
Si 0.0107 -0.0013 0.0056
Si 0.0057 0.0095 -0.0031
Si 0.0112 -0.0105 -0.0082
Si 0.0139 -0.0112 -0.0054
Si 0.0188 -0.0094 0.0023
Si 0.0177 -0.0098 0.0047
Si 0.0087 -0.0179 -0.0001
Si 0.0007 -0.0116 0.0005
Si -0.0008 -0.0122 -0.0009
Si -0.0093 -0.0199 0.0044
Si -0.0012 -0.0036 0.004
Si 0.0024 -0.0073 0.0009
Si 0.0019 0.0068 0.0004
Si 0.0176 -0.0139 -0.004
Si 0.0027 -0.0155 -0.0008
Si -0.0015 -0.0154 -0.004
Si 0.0135 -0.002 -0.0012
Si 0.013 -0.0028 -0.0033
Si 0.0178 -0.0002 0.0037
Si 0.0123 -0.0149 0.0013
Si 0.0016 -0.0112 0.0011
Si 0.0154 -0.0022 0.005
Si 0.0066 -0.0098 0.002
Si -0.0041 -0.0023 0.0028
Si 0.013 -0.0114 -0.002
Si 0.0003 -0.0176 0.0012
Si -0.0005 -0.0157 -0.0047
Si 0.0025 -0.0144 -0.0031
Si -0.0051 -0.01 -0.0042
Si -0.001 -0.0224 0.0001
Si 0.0272 -0.0133 0.0012
Si 0.0102 -0.0163 -0.0029
Si 0.0184 -0.0245 0.0028
Si 0.0051 -0.0014 0.0019
Si 0.0131 0.0063 -0.0001
Si 0.0047 -0.0033 0.0043
Si -0.0041 -0.0042 -0.0003
Si 0.0001 -0.0095 -0.003
Si -0.0009 0.0156 0.0013
Si -0.0166 0.0066 -0.0004
Si 0.0047 0.0209 0.0002
Si -0.0115 0.0134 0.0023
Si -0.0028 0.014 -0.0024
Si -0.0131 0.0126 0.0023
Si -0.0055 0.0042 -0.002
Si 0.0014 0.0073 -0.0019
Si -0.0028 0.011 0.0006
Si -0.0032 0.0066 -0.0015
Si -0.0127 -0.0048 0.0002
Si 0.0023 -0.0025 -0.0009
Si -0.0048 0.0133 0.0023
Si 0.0011 0.0075 0.0002
Si -0.0099 0.0185 0.0012
Si -0.0138 0.0105 -0.0007
Si -0.0112 0.0044 0.001
Si -0.0308 0.0122 -0.0032
Si 0.0089 0.0248 -0.0024
Si -0.0108 0.0078 0.0002
Si 0.0017 0.0094 0.0015
Si -0.0024 0.0087 0.0061
Si -0.0059 0.0094 -0.0017
Si -0.0089 0.0067 0.0064
Si -0.0068 0.0103 -0.0069
Si -0.006 0.0161 0.0002
Si -0.0084 0.0131 0.0039
Si -0.0059 0.0153 0.0027
Si -0.0211 0.015 -0.004
Si -0.0099 0.0098 0.0026
Si -0.0139 0.0041 0.0034
Si -0.0147 0.0219 -0.0025
Si 0.0035 0.0007 0.0014
Si -0.0086 -0.0028 0.001
Si 0.0066 0.0048 0.0017
Si -0.0163 0.0071 -0.0021
Si 0.0111 -0.029 -0.0102
Si 0.0177 -0.0198 -0.0062
Si -0.0028 -0.0214 -0.0002
Si 0.0146 -0.0182 0.0002
Si -0.006 -0.0134 -0.0032
Si 0.0135 0.0015 0.0035
Si -0.0035 -0.0074 0.0068
Si -0.007 -0.0127 0.0061
Si -0.0013 -0.0033 0.0011
Si -0.0007 0 0.0039
Si 0.0302 0.0079 -0.0056
Si 0.0014 0.0014 -0.0001
Si 0.014 -0.0143 -0.0064
Si 0.0027 0.0017 -0.0109
Si 0.037 -0.0065 -0.0061
Si 0.0011 -0.0162 -0.0018
Si 0.031 -0.0006 0.0025
Si 0.0306 -0.0069 0.0032
Si -0.0109 -0.0337 0.0032
Si 0.0218 -0.0102 0.004
Si 0.0014 -0.0067 -0.002
Si 0.0033 -0.0018 0.0073
Si -0.0102 -0.0207 -0.0029
Si -0.0091 -0.0017 -0.0043
Si -0.0045 -0.0204 -0.0022
Si 0.0042 -0.0174 -0.0097
Si 0.0041 -0.0115 0.0039
Si -0.0042 -0.0085 0.0031
Si 0.0136 -0.0274 0.0028
Si -0.0017 -0.0117 0.0024
Si 0.0223 -0.0002 -0.0045
Si -0.001 -0.027 -0.0029
Si 0.0142 0.0015 -0.0022
Si -0.0004 -0.0027 0.0041
Si -0.0056 -0.011 -0.0087
Si 0.0262 0.012 -0.0038
